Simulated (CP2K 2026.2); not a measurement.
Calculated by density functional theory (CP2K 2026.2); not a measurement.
Periodic cell of 2364 atoms, Si1700O664, from a study of silicon, its oxide and their interface. The atomic structure is a simulated model.
Doubt: the forces sum to 2.66 eV/angstrom along one axis rather than to zero, so they err by at least 0.0011 eV/angstrom per atom on average; the grid cutoff is modest.

Settings
functional: PBE
method: Gaussian and plane waves
basis set: DZVP-MOLOPT-SR-GTH
pseudopotentials: GTH-PBE
grid cutoff: 350 Ry, relative cutoff 50 Ry
k points: Gamma only
occupations: fixed
spin: none
net charge: 0

Cell vectors (angstrom)
a	16.4025	0	0
b	0	65.61	0
c	0	0	40.2511

Atoms: element, x, y, z (angstrom)
Si	16.15	0.429	0.082
Si	3.111	2.171	40.114
Si	15.948	6.261	0.058
Si	2.525	8.325	0.24
Si	0.274	10.399	0.414
Si	2.936	13.291	40.032
Si	16.333	16.312	0.032
Si	2.615	19.27	0.118
Si	16.077	22.222	0.077
Si	2.884	24.463	39.937
Si	16.022	27.706	0.237
Si	2.382	30.408	0.427
Si	0.17	32.635	0.223
Si	2.377	35.486	40.105
Si	0.411	37.945	0.099
Si	2.82	40.852	0.182
Si	0.468	43.072	40.204
Si	2.491	46.533	40.241
Si	0.307	48.749	0.385
Si	2.682	51.417	0.013
Si	0.015	55.019	40.141
Si	2.458	57.549	39.982
Si	0.421	59.965	40.13
Si	2.845	62.756	0.181
Si	5.559	0.148	40.149
Si	8.135	2.796	0.168
Si	5.872	5.005	0.039
Si	8.799	7.869	40.19
Si	5.235	11.089	0.013
Si	8.232	13.827	40.04
Si	5.913	15.981	40.199
Si	8.44	18.891	40.035
Si	5.192	22.225	40.046
Si	7.829	25.039	0.159
Si	5.542	27.227	40.117
Si	8.405	29.797	0.138
Si	5.178	32.814	0.231
Si	8.306	35.543	40.012
Si	5.074	38.536	39.907
Si	8.218	41.213	0.025
Si	6.061	43.458	0.181
Si	8.514	46.343	0.394
Si	5.128	49.437	0.013
Si	8.203	51.783	0.87
Si	6.201	53.855	39.593
Si	8.414	57.295	39.851
Si	5.157	60.493	39.991
Si	8.772	62.71	40.179
Si	11.297	65.406	40.189
Si	13.93	2.702	39.998
Si	10.914	5.622	0.443
Si	13.684	8.18	0.847
Si	11.585	10.496	0.328
Si	13.659	13.754	0.258
Si	11.463	16.02	0.2
Si	13.272	19.41	0.305
Si	11.197	21.821	40.25
Si	13.714	24.347	0.055
Si	10.515	27.457	0.194
Si	13.792	29.883	40.154
Si	10.325	33.108	40.18
Si	13.416	35.571	40.142
Si	11.206	37.785	0.104
Si	13.139	40.516	40.16
Si	10.6	44.137	0.237
Si	13.209	46.587	0.083
Si	11.312	49.081	0.014
Si	13.999	52.032	0.201
Si	11.635	54.108	0.066
Si	14.106	57.14	40.155
Si	10.86	60.499	0.121
Si	13.469	63.195	0.082
Si	1.435	1.406	1.423
Si	4.104	3.964	1.221
Si	1.303	6.864	1.57
Si	4.151	9.538	1.449
Si	1.422	12.24	1.36
Si	4.116	14.951	1.165
Si	1.177	17.86	1.357
Si	4.07	20.677	1.3
Si	1.323	23.394	1.26
Si	3.965	26.043	1.191
Si	1.197	28.776	1.59
Si	3.888	31.585	1.725
Si	1.305	34.187	1.543
Si	4.063	36.838	1.106
Si	1.458	39.498	1.537
Si	4.259	42.308	1.364
Si	1.435	44.828	1.316
Si	4.14	47.687	1.296
Si	1.473	50.326	1.68
Si	4.116	53.207	0.915
Si	1.437	56.156	1.365
Si	4.187	58.678	1.009
Si	1.391	61.472	1.422
Si	4.184	64.332	1.308
Si	6.922	1.275	1.456
Si	9.643	4.018	1.538
Si	6.96	6.809	1.201
Si	9.732	9.502	1.404
Si	6.97	12.253	1.182
Si	9.675	14.956	1.353
Si	6.996	17.658	1.261
Si	9.579	20.476	1.193
Si	6.741	23.282	1.285
Si	9.349	26.062	1.638
Si	6.697	28.715	1.391
Si	9.392	31.517	1.428
Si	6.686	34.348	1.215
Si	9.493	36.774	1.389
Si	6.836	39.563	1.119
Si	9.613	42.368	1.496
Si	7.005	45.045	1.62
Si	9.778	47.925	1.542
Si	6.597	50.384	1.714
Si	9.884	53.228	1.527
Si	6.994	55.834	0.886
Si	9.577	58.784	1.141
Si	6.979	61.503	1.077
Si	9.79	64.243	1.392
Si	12.433	1.461	1.248
Si	15.099	4.251	1.185
Si	12.288	6.752	1.923
Si	15.203	9.479	1.961
Si	12.498	12.2	1.613
Si	15.127	15	1.558
Si	12.321	17.717	1.612
Si	14.977	20.587	1.439
Si	12.214	23.296	1.53
Si	14.85	26.021	1.372
Si	12.223	28.704	1.291
Si	14.88	31.435	1.364
Si	12.152	34.084	1.244
Si	14.995	36.832	1.263
Si	12.163	39.376	1.654
Si	14.896	42.087	1.107
Si	12.199	45.149	1.632
Si	15.026	47.523	1.418
Si	12.631	50.457	1.416
Si	15.382	53.411	1.452
Si	12.533	55.968	1.27
Si	15.2	58.795	1.227
Si	12.358	61.647	1.491
Si	15.074	64.345	1.365
Si	0.101	2.896	2.687
Si	2.781	65.609	2.748
Si	0.146	8.098	3.159
Si	2.78	5.387	2.673
Si	0.116	13.62	2.812
Si	2.797	10.921	2.814
Si	16.311	19.19	2.8
Si	2.711	16.414	2.573
Si	16.342	24.706	2.704
Si	2.666	21.995	2.695
Si	16.228	30.144	2.875
Si	2.647	27.342	2.733
Si	16.282	35.53	2.784
Si	2.602	32.94	3.022
Si	16.322	40.876	2.696
Si	2.816	38.106	2.776
Si	0.024	46.171	2.727
Si	2.853	43.64	2.742
Si	0.177	51.91	2.814
Si	2.873	48.967	2.881
Si	0.093	57.474	2.739
Si	2.864	54.634	2.487
Si	0.01	62.887	2.697
Si	2.863	60.061	2.6
Si	5.471	2.675	2.732
Si	8.334	65.546	2.732
Si	5.587	8.148	2.661
Si	8.226	5.465	2.782
Si	5.534	13.622	2.632
Si	8.264	10.9	2.662
Si	5.501	19.157	2.554
Si	8.301	16.36	2.725
Si	5.339	24.664	2.675
Si	8.159	21.854	2.594
Si	5.349	30.1	2.795
Si	8.013	27.427	2.914
Si	5.406	35.642	2.673
Si	8.004	32.891	2.721
Si	5.569	40.892	2.712
Si	8.149	38.249	2.64
Si	5.5	46.393	2.773
Si	8.303	43.675	2.951
Si	5.306	51.986	2.728
Si	8.229	49.112	2.862
Si	5.596	57.27	2.358
Si	8.333	54.694	2.565
Si	5.616	62.888	2.551
Si	8.233	60.1	2.57
Si	11.049	2.662	2.777
Si	13.747	0.104	2.748
Si	10.917	8.236	3.014
Si	13.794	5.339	2.907
Si	10.969	13.583	2.8
Si	13.808	10.956	3.068
Si	10.868	19.164	2.769
Si	13.751	16.389	2.9
Si	10.795	24.646	2.827
Si	13.613	21.923	2.857
Si	10.881	30.132	2.706
Si	13.501	27.351	2.769
Si	10.874	35.432	2.744
Si	13.517	32.784	2.704
Si	10.902	40.931	2.845
Si	13.71	38.128	2.818
Si	10.981	46.517	3.017
Si	13.688	43.593	2.648
Si	11.202	51.812	2.821
Si	13.849	49.05	2.819
Si	11.02	57.395	2.515
Si	13.869	54.695	2.76
Si	11.034	62.94	2.868
Si	13.777	60.15	2.626
Si	1.453	4.128	4.16
Si	4.134	1.334	4.142
Si	1.5	9.598	4.316
Si	4.18	6.787	4.035
Si	1.459	15.058	4.098
Si	4.184	12.319	4.124
Si	1.336	20.567	4.079
Si	4.116	17.785	3.955
Si	1.301	26.001	4.131
Si	4.025	23.298	4.112
Si	1.236	31.477	4.255
Si	4.014	28.691	4.142
Si	1.332	36.848	4.148
Si	4.105	34.286	4.182
Si	1.381	42.261	4.041
Si	4.154	39.554	4.107
Si	1.378	47.629	4.126
Si	4.148	45.028	4.145
Si	1.554	53.333	4.05
Si	4.126	50.518	4.17
Si	1.503	58.791	4.076
Si	4.225	56.006	3.875
Si	1.415	64.211	4.066
Si	4.23	61.49	3.953
Si	6.835	4.074	4.116
Si	9.645	1.326	4.124
Si	6.891	9.55	4.068
Si	9.545	6.802	4.258
Si	6.853	15.024	4.058
Si	9.557	12.254	4.143
Si	6.807	20.508	4.01
Si	9.555	17.775	4.151
Si	6.677	25.967	4.176
Si	9.454	23.198	4.091
Si	6.743	31.462	4.148
Si	9.502	28.789	4.149
Si	6.8	36.928	4.081
Si	9.467	34.127	4.129
Si	6.872	42.262	4.179
Si	9.492	39.566	4.122
Si	6.862	47.737	4.183
Si	9.62	45.081	4.294
Si	6.892	53.317	3.964
Si	9.663	50.529	4.133
Si	6.862	58.687	3.884
Si	9.675	56.058	3.966
Si	6.926	64.19	4.057
Si	9.593	61.47	4.031
Si	12.359	4.016	4.208
Si	15.143	1.465	4.091
Si	12.343	9.591	4.323
Si	15.073	6.739	4.333
Si	12.31	15.012	4.183
Si	15.171	12.366	4.309
Si	12.242	20.507	4.177
Si	15.041	17.819	4.23
Si	12.184	25.992	4.172
Si	15.027	23.309	4.147
Si	12.22	31.44	4.146
Si	14.892	28.693	4.174
Si	12.264	36.796	4.139
Si	14.916	34.129	4.121
Si	12.336	42.299	4.12
Si	15.04	39.54	4.165
Si	12.432	47.839	4.273
Si	15.04	44.902	4.116
Si	12.491	53.285	4.123
Si	15.164	50.526	4.123
Si	12.378	58.751	3.947
Si	15.162	56.091	4.128
Si	12.402	64.328	4.17
Si	15.09	61.504	4.06
Si	0.027	65.585	16.364
Si	2.747	2.715	16.386
Si	16.4	5.471	16.394
Si	2.712	8.208	16.426
Si	16.359	10.967	16.442
Si	2.679	13.71	16.475
Si	16.335	16.457	16.491
Si	2.672	19.175	16.513
Si	16.339	21.889	16.512
Si	2.669	24.598	16.493
Si	16.35	27.313	16.461
Si	2.692	30.053	16.428
Si	16.394	32.813	16.434
Si	2.746	35.559	16.445
Si	0.018	38.302	16.427
Si	2.777	41.022	16.435
Si	0.053	43.768	16.421
Si	2.791	46.502	16.42
Si	0.055	49.229	16.402
Si	2.764	51.949	16.382
Si	0.036	54.657	16.373
Si	2.748	57.376	16.364
Si	0.029	60.105	16.367
Si	2.76	62.838	16.372
Si	5.487	65.587	16.37
Si	8.208	2.72	16.391
Si	5.463	5.464	16.414
Si	8.171	8.209	16.427
Si	5.43	10.961	16.447
Si	8.141	13.707	16.484
Si	5.408	16.443	16.513
Si	8.138	19.167	16.515
Si	5.402	21.882	16.512
Si	8.133	24.585	16.474
Si	5.394	27.316	16.459
Si	8.14	30.052	16.451
Si	5.447	32.814	16.43
Si	8.21	35.572	16.434
Si	5.5	38.295	16.452
Si	8.258	41.036	16.442
Si	5.542	43.766	16.419
Si	8.288	46.506	16.402
Si	5.522	49.235	16.394
Si	8.238	51.954	16.386
Si	5.475	54.667	16.37
Si	8.206	57.398	16.358
Si	5.469	60.106	16.356
Si	8.218	62.852	16.352
Si	10.96	65.6	16.355
Si	13.682	2.723	16.371
Si	10.926	5.469	16.398
Si	13.639	8.216	16.427
Si	10.881	10.966	16.449
Si	13.603	13.719	16.475
Si	10.866	16.454	16.503
Si	13.603	19.178	16.507
Si	10.871	21.875	16.494
Si	13.61	24.588	16.482
Si	10.876	27.316	16.466
Si	13.64	30.067	16.457
Si	10.909	32.819	16.441
Si	13.668	35.573	16.418
Si	10.959	38.314	16.42
Si	13.709	41.042	16.422
Si	11.006	43.773	16.422
Si	13.73	46.5	16.412
Si	11.016	49.235	16.398
Si	13.731	51.945	16.384
Si	10.975	54.677	16.375
Si	13.707	57.385	16.368
Si	10.95	60.127	16.351
Si	13.699	62.855	16.362
Si	1.378	1.343	17.739
Si	4.102	4.079	17.765
Si	1.339	6.836	17.783
Si	4.064	9.581	17.798
Si	1.301	12.338	17.824
Si	4.023	15.075	17.871
Si	1.286	17.823	17.878
Si	4.025	20.542	17.905
Si	1.305	23.25	17.892
Si	4.036	25.965	17.859
Si	1.331	28.685	17.799
Si	4.065	31.434	17.766
Si	1.368	34.187	17.788
Si	4.122	36.931	17.813
Si	1.389	39.667	17.795
Si	4.178	42.388	17.772
Si	1.419	45.137	17.786
Si	4.165	47.879	17.773
Si	1.407	50.603	17.775
Si	4.104	53.319	17.759
Si	1.395	56.011	17.748
Si	4.094	58.749	17.732
Si	1.391	61.469	17.736
Si	4.123	64.217	17.729
Si	6.835	1.35	17.747
Si	9.563	4.099	17.758
Si	6.811	6.835	17.795
Si	9.504	9.592	17.804
Si	6.767	12.329	17.841
Si	9.479	15.091	17.867
Si	6.755	17.823	17.898
Si	9.501	20.536	17.891
Si	6.77	23.249	17.882
Si	9.505	25.942	17.832
Si	6.758	28.686	17.815
Si	9.522	31.44	17.779
Si	6.822	34.205	17.771
Si	9.592	36.955	17.781
Si	6.895	39.661	17.807
Si	9.655	42.402	17.793
Si	6.937	45.132	17.766
Si	9.668	47.867	17.769
Si	6.867	50.61	17.771
Si	9.598	53.327	17.746
Si	6.82	56.048	17.726
Si	9.558	58.781	17.71
Si	6.83	61.486	17.701
Si	9.58	64.241	17.7
Si	12.319	1.354	17.73
Si	15.035	4.095	17.741
Si	12.266	6.841	17.781
Si	14.988	9.595	17.798
Si	12.217	12.348	17.829
Si	14.939	15.111	17.855
Si	12.212	17.84	17.886
Si	14.955	20.55	17.897
Si	12.239	23.235	17.865
Si	14.993	25.942	17.842
Si	12.261	28.69	17.808
Si	15.028	31.447	17.798
Si	12.284	34.225	17.771
Si	15.033	36.95	17.775
Si	12.328	39.689	17.776
Si	15.089	42.403	17.784
Si	12.377	45.138	17.796
Si	15.101	47.864	17.778
Si	12.38	50.597	17.777
Si	15.093	53.295	17.766
Si	12.342	56.033	17.749
Si	15.078	58.732	17.742
Si	12.314	61.496	17.712
Si	15.069	64.222	17.729
Si	16.396	2.708	19.09
Si	2.758	65.585	19.092
Si	16.366	8.216	19.145
Si	2.711	5.437	19.115
Si	16.317	13.722	19.173
Si	2.673	10.937	19.156
Si	16.326	19.193	19.262
Si	2.652	16.455	19.241
Si	16.335	24.601	19.273
Si	2.667	21.912	19.296
Si	0.002	30.073	19.158
Si	2.65	27.326	19.214
Si	0.006	35.587	19.118
Si	2.739	32.81	19.14
Si	0.025	41.031	19.166
Si	2.759	38.315	19.165
Si	0.054	46.505	19.163
Si	2.799	43.746	19.113
Si	0.055	51.959	19.177
Si	2.785	49.248	19.135
Si	0.037	57.359	19.127
Si	2.725	54.651	19.157
Si	0.043	62.86	19.091
Si	2.731	60.093	19.121
Si	5.471	2.708	19.131
Si	8.218	65.59	19.083
Si	5.436	8.212	19.161
Si	8.18	5.444	19.14
Si	5.375	13.672	19.221
Si	8.123	10.939	19.196
Si	5.392	19.19	19.291
Si	8.116	16.453	19.265
Si	5.395	24.611	19.254
Si	8.139	21.9	19.27
Si	5.386	30.072	19.159
Si	8.101	27.288	19.169
Si	5.5	35.568	19.173
Si	8.177	32.841	19.125
Si	5.557	41.055	19.163
Si	8.276	38.318	19.188
Si	5.568	46.509	19.101
Si	8.331	43.798	19.152
Si	5.459	51.965	19.138
Si	8.292	49.256	19.089
Si	5.424	57.374	19.112
Si	8.179	54.683	19.082
Si	5.487	62.846	19.085
Si	8.167	60.128	19.08
Si	10.951	2.728	19.091
Si	13.699	65.596	19.085
Si	10.868	8.203	19.141
Si	13.664	5.46	19.105
Si	10.83	13.698	19.217
Si	13.588	10.954	19.155
Si	10.872	19.211	19.296
Si	13.557	16.467	19.255
Si	10.862	24.587	19.225
Si	13.59	21.913	19.292
Si	10.878	30.069	19.137
Si	13.618	27.312	19.177
Si	10.954	35.614	19.154
Si	13.66	32.865	19.109
Si	11.014	41.053	19.187
Si	13.677	38.33	19.141
Si	11.043	46.527	19.174
Si	13.75	43.773	19.163
Si	11.002	51.992	19.108
Si	13.765	49.243	19.157
Si	10.924	57.413	19.055
Si	13.722	54.662	19.118
Si	10.94	62.882	19.058
Si	13.687	60.119	19.054
Si	1.353	4.048	20.47
Si	4.109	1.324	20.486
Si	1.315	9.582	20.532
Si	4.057	6.816	20.475
Si	1.265	15.071	20.569
Si	4.007	12.27	20.572
Si	1.265	20.567	20.661
Si	3.992	17.827	20.648
Si	1.31	25.969	20.64
Si	4.045	23.281	20.676
Si	1.383	31.449	20.515
Si	4.001	28.728	20.549
Si	1.356	36.947	20.498
Si	4.121	34.167	20.501
Si	1.436	42.389	20.497
Si	4.145	39.706	20.501
Si	1.437	47.882	20.505
Si	4.216	45.101	20.421
Si	1.391	53.311	20.602
Si	4.094	50.627	20.545
Si	1.394	58.702	20.523
Si	4.067	56.02	20.529
Si	1.413	64.222	20.47
Si	4.088	61.507	20.443
Si	6.833	4.064	20.52
Si	9.572	1.367	20.436
Si	6.755	9.577	20.587
Si	9.51	6.835	20.513
Si	6.711	15.062	20.59
Si	9.462	12.308	20.579
Si	6.748	20.587	20.666
Si	9.476	17.846	20.643
Si	6.765	25.962	20.624
Si	9.5	23.265	20.652
Si	6.761	31.492	20.451
Si	9.49	28.668	20.458
Si	6.91	36.926	20.533
Si	9.563	34.227	20.462
Si	6.991	42.409	20.503
Si	9.657	39.689	20.573
Si	6.961	47.873	20.444
Si	9.709	45.145	20.558
Si	6.79	53.372	20.483
Si	9.627	50.644	20.455
Si	6.77	58.772	20.446
Si	9.528	56.073	20.413
Si	6.878	64.195	20.442
Si	9.517	61.556	20.398
Si	12.33	4.072	20.467
Si	15.052	1.347	20.476
Si	12.221	9.57	20.509
Si	14.99	6.84	20.488
Si	12.151	15.092	20.604
Si	14.913	12.369	20.501
Si	12.201	20.613	20.712
Si	14.912	17.865	20.622
Si	12.25	25.946	20.562
Si	14.953	23.273	20.687
Si	12.253	31.508	20.42
Si	15.027	28.683	20.483
Si	12.314	37.004	20.531
Si	15.021	34.252	20.469
Si	12.411	42.411	20.55
Si	15.017	39.689	20.524
Si	12.424	47.89	20.555
Si	15.109	45.127	20.55
Si	12.336	53.355	20.511
Si	15.113	50.596	20.569
Si	12.288	58.778	20.398
Si	15.109	55.97	20.509
Si	12.322	64.23	20.426
Si	15.056	61.483	20.408
Si	0.052	65.594	21.822
Si	2.691	2.647	21.847
Si	16.368	5.433	21.791
Si	2.681	8.148	21.861
Si	16.321	11.028	21.806
Si	2.618	13.656	21.905
Si	16.24	16.412	21.911
Si	2.648	19.231	22.033
Si	16.302	21.903	22.092
Si	2.672	24.626	22.07
Si	16.318	27.349	21.966
Si	2.704	30.115	21.977
Si	16.385	32.858	21.782
Si	2.734	35.543	21.809
Si	16.356	38.302	21.848
Si	2.798	41.066	21.898
Si	0.082	43.731	21.892
Si	2.821	46.429	21.745
Si	0.142	49.259	21.947
Si	2.739	51.959	22.042
Si	0.046	54.663	22.037
Si	2.726	57.334	21.983
Si	16.377	60.103	21.788
Si	2.795	62.887	21.859
Si	5.508	65.535	21.799
Si	8.234	2.692	21.868
Si	5.41	5.439	21.836
Si	8.113	8.161	21.927
Si	5.325	10.885	21.998
Si	8.021	13.634	21.941
Si	5.339	16.412	21.99
Si	8.134	19.244	22.022
Si	5.434	21.981	22.098
Si	8.089	24.561	22.047
Si	5.356	27.37	21.913
Si	8.119	30.083	21.716
Si	5.47	32.83	21.923
Si	8.247	35.518	21.925
Si	5.569	38.372	21.826
Si	8.395	41.139	21.945
Si	5.616	43.794	21.801
Si	8.324	46.553	21.868
Si	5.572	49.237	21.745
Si	8.227	52.034	21.76
Si	5.37	54.639	21.939
Si	8.084	57.354	21.773
Si	5.392	60.131	21.821
Si	8.215	62.877	21.878
Si	10.955	0.009	21.77
Si	13.66	2.677	21.866
Si	10.981	5.489	21.785
Si	13.597	8.203	21.86
Si	10.861	10.92	21.906
Si	13.505	13.669	21.921
Si	10.783	16.443	22.029
Si	13.615	19.278	22.067
Si	10.862	22.016	22.145
Si	13.595	24.676	22.062
Si	10.783	27.259	21.827
Si	13.634	30.122	21.683
Si	10.958	32.909	21.804
Si	13.709	35.66	21.861
Si	10.991	38.333	21.996
Si	13.704	41.035	21.983
Si	11.151	43.817	21.951
Si	13.785	46.493	21.964
Si	11.054	49.355	21.824
Si	13.727	52.011	21.898
Si	10.91	54.773	21.798
Si	13.632	57.344	21.704
Si	10.91	60.209	21.686
Si	13.715	62.866	21.763
Si	1.414	1.24	23.31
Si	4.033	4.054	23.174
Si	1.281	6.791	23.179
Si	3.971	9.428	23.351
Si	1.198	12.371	23.279
Si	3.96	14.967	23.337
Si	1.155	17.833	23.251
Si	4.058	20.608	23.443
Si	1.295	23.233	23.468
Si	4.055	26.049	23.416
Si	1.223	28.787	23.291
Si	4.158	31.463	23.351
Si	1.331	34.201	23.205
Si	4.19	36.901	23.105
Si	1.315	39.672	23.144
Si	4.259	42.47	23.183
Si	1.523	45.089	23.203
Si	4.299	47.725	23
Si	1.393	50.603	23.473
Si	4.093	53.292	23.491
Si	1.457	55.939	23.497
Si	4.075	58.794	23.281
Si	1.36	61.487	23.119
Si	4.224	64.223	23.273
Si	6.888	1.216	23.192
Si	9.678	4.114	23.136
Si	6.692	6.785	23.301
Si	9.523	9.526	23.273
Si	6.644	12.301	23.375
Si	9.313	15.013	23.349
Si	6.739	17.821	23.293
Si	9.403	20.682	23.478
Si	6.787	23.292	23.613
Si	9.472	25.934	23.348
Si	6.709	28.853	23.149
Si	9.531	31.451	22.972
Si	6.924	34.101	23.318
Si	9.656	36.837	23.307
Si	6.95	39.768	23.237
Si	9.859	42.485	23.368
Si	7.006	45.112	23.221
Si	9.757	47.954	23.169
Si	6.853	50.687	23.09
Si	9.476	53.474	23.147
Si	6.681	56.069	23.27
Si	9.457	58.851	22.922
Si	6.727	61.514	23.18
Si	9.667	64.286	23.21
Si	12.276	1.285	23.249
Si	15.061	4.059	23.178
Si	12.287	6.796	23.268
Si	14.928	9.692	23.134
Si	12.169	12.29	23.325
Si	14.835	15.057	23.279
Si	12.223	17.863	23.34
Si	14.897	20.687	23.577
Si	12.243	23.436	23.594
Si	14.979	26.033	23.445
Si	12.24	28.711	22.903
Si	14.936	31.511	23.06
Si	12.342	34.303	23.194
Si	15.012	37.014	23.306
Si	12.29	39.772	23.47
Si	15.159	42.361	23.345
Si	12.474	45.147	23.435
Si	15.228	47.839	23.273
Si	12.33	50.733	23.274
Si	15.025	53.296	23.406
Si	12.287	56.099	23.188
Si	14.973	58.665	23.055
Si	12.29	61.537	23.083
Si	15.073	64.229	23.137
Si	16.336	2.619	24.57
Si	2.93	65.576	24.726
Si	16.286	8.274	24.357
Si	2.528	5.324	24.572
Si	16.206	13.792	24.698
Si	2.479	10.819	24.529
Si	16.185	19.096	24.759
Si	2.534	16.442	24.508
Si	0.001	24.661	24.863
Si	2.701	21.919	24.921
Si	16.097	30.126	24.503
Si	2.64	27.52	24.661
Si	16.356	35.594	24.603
Si	2.677	32.777	24.61
Si	0.146	40.947	24.731
Si	2.683	38.233	24.298
Si	0.253	46.45	24.652
Si	2.901	43.737	24.591
Si	16.235	51.979	25.04
Si	3.078	49.097	24.362
Si	16.325	57.428	24.525
Si	2.802	54.525	25.156
Si	16.396	62.837	24.462
Si	2.65	60.162	24.573
Si	5.527	2.687	24.38
Si	8.328	65.562	24.681
Si	5.199	7.972	24.895
Si	8.328	5.511	24.419
Si	5.296	13.66	24.884
Si	7.943	10.733	24.555
Si	5.447	19.155	24.695
Si	7.945	16.444	24.739
Si	5.483	24.809	24.966
Si	8.119	21.94	25.162
Si	5.577	30.168	24.822
Si	8.066	27.462	24.365
Si	5.536	35.545	24.549
Si	8.308	32.581	24.58
Si	5.633	41.211	24.598
Si	8.316	38.326	24.513
Si	5.523	46.374	24.533
Si	8.58	43.981	24.596
Si	5.579	51.874	24.712
Si	8.275	49.354	24.301
Si	5.444	57.52	24.712
Si	7.993	54.679	24.626
Si	5.538	62.842	24.743
Si	8.126	60.105	24.353
Si	10.978	2.781	24.598
Si	13.68	65.456	24.568
Si	10.98	8.227	24.686
Si	13.743	5.399	24.578
Si	10.638	13.54	24.631
Si	13.662	11.012	24.687
Si	10.908	19.337	24.63
Si	13.464	16.374	24.685
Si	10.801	24.804	25.037
Si	13.624	22.188	25.13
Si	10.979	30.132	24.158
Si	13.37	27.499	24.493
Si	11.051	35.508	24.767
Si	13.675	32.89	24.462
Si	11.016	41.219	25.056
Si	13.673	38.354	24.794
Si	11.067	46.648	24.689
Si	13.946	43.762	24.833
Si	10.879	52.284	24.586
Si	13.8	49.272	24.465
Si	10.765	57.559	24.29
Si	13.55	54.697	24.671
Si	11.1	62.956	24.559
Si	13.422	59.908	24.293
Si	1.428	3.707	26.022
Si	4.12	1.949	26.142
Si	0.85	9.732	25.972
Si	3.546	6.536	26.265
Si	0.81	15.591	25.915
Si	3.81	12.057	25.948
Si	1.666	19.924	25.974
Si	3.988	17.714	25.79
Si	1.522	26.014	26.08
Si	3.768	23.778	26.303
Si	0.859	31.678	25.768
Si	4.154	28.702	26.011
Si	1.689	36.674	25.775
Si	3.893	34.449	25.763
Si	1.625	42.344	26.019
Si	4.217	39.512	25.493
Si	1.977	47.635	25.781
Si	3.942	45.247	26.102
Si	1.412	52.872	26.699
Si	4.778	49.932	25.839
Si	0.882	59.156	25.819
Si	4.209	56.279	26.318
Si	1.691	63.864	25.853
Si	3.85	61.63	25.976
Si	7.121	3.908	25.555
Si	9.33	1.778	25.944
Si	6.925	9.157	26.068
Si	9.332	7.055	25.914
Si	6.275	15.498	26.281
Si	9.221	12.04	25.951
Si	6.617	20.372	26.391
Si	9.75	17.635	25.733
Si	6.572	26.744	26.049
Si	9.692	23.261	26.562
Si	7.552	31.003	26.307
Si	9.62	28.789	25.423
Si	6.566	37.363	25.783
Si	10.018	33.574	25.795
Si	7.225	42.596	25.858
Si	9.602	39.477	26.121
Si	6.989	47.884	25.532
Si	9.346	45.856	26.102
Si	6.995	53.043	26.244
Si	9.242	51.019	25.674
Si	7.196	58.619	25.987
Si	9.325	56.319	25.565
Si	7.396	63.799	26.024
Si	9.514	61.552	25.473
Si	12.7	3.782	25.935
Si	14.78	1.418	25.888
Si	12.71	9.322	25.996
Si	14.892	7.09	25.779
Si	11.767	15.179	25.851
Si	15.201	12.205	26.188
Si	11.872	20.954	26.225
Si	14.823	17.614	26.184
Si	11.798	26.755	26.173
Si	14.982	23.869	26.654
Si	12.238	31.459	25.578
Si	14.282	29.2	25.818
Si	12.018	37.292	26.167
Si	15.187	34.004	25.937
Si	12.866	42.36	26.448
Si	14.871	39.908	26.152
Si	12.692	47.854	25.907
Si	15.872	44.658	26.056
Si	11.648	54.11	26.057
Si	14.47	50.661	26.203
Si	11.524	59.194	25.828
Si	14.856	56.201	25.887
Si	12.576	64.174	26.255
Si	15.003	61.172	25.408
Si	15.984	59.471	31.926
Si	16.289	3.516	31.385
Si	0.002	6.687	30.69
Si	5.141	4.365	27.757
Si	11.228	13.925	28.563
Si	2.232	13.908	28.075
Si	1.745	20.008	31.326
Si	4.885	20.205	30.687
Si	0.218	23.622	29.373
Si	11.235	36.587	28.92
Si	4.64	33.091	28.397
Si	5.288	40.519	29.93
Si	2.845	40.321	28.105
Si	5.971	44.342	27.923
Si	15.086	49.241	28.984
Si	0.25	55.289	28.445
Si	15.739	53.947	31.008
Si	2.145	57.763	28.302
Si	15.416	64.403	30.726
Si	0.168	65.587	28.021
Si	15.048	3.036	34.069
Si	7.156	4.603	29.898
Si	13.346	6.721	30.675
Si	7.254	1.505	30.751
Si	5.242	10.524	28.072
Si	8.097	13.857	28.186
Si	5.337	12.573	34.144
Si	7.287	19.244	29.366
Si	1.549	21.024	28.562
Si	4.735	21.112	33.595
Si	3.574	30.293	28.646
Si	0.638	36.3	30.077
Si	8.849	34.899	28.278
Si	9.196	37.842	30.682
Si	5.502	46.149	30.034
Si	12.864	44.266	29.178
Si	2.432	49.971	27.687
Si	5.057	48.699	34.169
Si	5.153	56.197	31.068
Si	3.872	58.876	30.465
Si	5.605	60.278	28.266
Si	8.036	64.687	28.81
Si	10.696	0.29	28.092
Si	12.244	4.541	28.955
Si	9.657	6.093	28.859
Si	4.471	21.773	28.189
Si	12.761	18.727	28.39
Si	8.976	24.777	29.461
Si	14.187	26.781	27.655
Si	8.018	30.566	29.415
Si	9.647	33.009	30.731
Si	5.714	28.929	30.408
Si	0.363	34.929	32.53
Si	14.445	38.641	32.98
Si	14.918	44.445	31.371
Si	8.215	42.374	28.627
Si	14.585	46.465	27.925
Si	8.024	45.429	31.452
Si	11.997	51.835	33.891
Si	12.872	53.177	31.326
Si	12.912	57.544	27.805
Si	14.342	59.624	29.52
Si	6.115	12.58	29.973
Si	3.689	5.071	33.093
Si	8.325	13.191	34.491
Si	3.893	14.629	30.505
Si	4.718	16.628	32.449
Si	3.639	18.614	34.447
Si	0.348	26.603	28.936
Si	3.961	23.879	32.526
Si	0.655	31.214	28.799
Si	5.062	28.777	33.392
Si	0.375	38.47	28.123
Si	8.146	35.245	32.192
Si	4.099	43.305	30.797
Si	2.118	37.291	35.21
Si	1.931	45.356	34.582
Si	2.389	47.63	32.735
Si	1.361	59.246	34.017
Si	4.125	60.522	33.273
Si	7.946	57.303	31.855
Si	15.791	0.741	35.836
Si	6.47	60.133	35.187
Si	4.782	0.814	32.545
Si	10.876	8.53	30.196
Si	5.584	6.306	37.582
Si	11.144	10.828	28.106
Si	11.531	9.472	33.077
Si	6.397	19.466	35.312
Si	9.509	20.589	30.556
Si	7.416	25.087	34.269
Si	6.839	23.958	31.59
Si	2.688	30.694	32.562
Si	14.052	35.379	32.914
Si	7.438	38.809	28.35
Si	9.949	44.813	28.986
Si	11.665	50.187	27.359
Si	3.406	48.454	30.293
Si	9.162	47.685	33.201
Si	8.684	55.028	30.032
Si	6.143	54.94	28.454
Si	6.939	62.253	30.284
Si	9.104	60.255	31.401
Si	9.414	2.427	32.479
Si	7.538	4.764	32.69
Si	1.157	2.678	28.902
Si	0.775	7.44	27.71
Si	15.87	13.048	29.168
Si	16.012	12.634	32.095
Si	2.727	12.463	32.167
Si	9.898	18.486	28.637
Si	13.797	19.664	31.291
Si	10.632	23.42	31.506
Si	12.797	22.065	32.795
Si	12.449	34.164	30.681
Si	15.172	33.848	29.043
Si	7.837	32.549	36.377
Si	1.077	43.145	30.857
Si	0.213	43.197	33.463
Si	4.54	41.494	36.43
Si	13.934	46.719	33.231
Si	16.268	51.155	31.066
Si	11.929	48.936	32.706
Si	11.66	54.855	28.938
Si	15.705	62.517	32.784
Si	13.485	61.999	27.987
Si	11.724	1.933	30.458
Si	11.979	4.061	38.19
Si	13.351	0.214	32.273
Si	4.213	8.015	33.117
Si	15.19	10.19	37.933
Si	13.127	12.265	33.125
Si	15.224	19.796	36.126
Si	2.831	16.684	36.418
Si	15.191	27.124	35.415
Si	10.247	20.215	33.412
Si	13.22	29.117	34.983
Si	0.54	29.04	30.768
Si	2.917	33.492	32.33
Si	3.457	35.141	29.913
Si	2.859	45.352	37.243
Si	5.872	40.138	32.881
Si	7.548	50.086	32.863
Si	7.131	44.195	35.177
Si	0.124	49.729	35.932
Si	2.449	50.318	32.282
Si	11.796	60.908	30.14
Si	0.286	56.811	35.358
Si	16.37	63.185	35.745
Si	0.5	54.113	33.809
Si	5.64	3.197	34.159
Si	2.718	2.78	31.445
Si	4.529	10.314	30.88
Si	9.719	8.497	37.295
Si	5.18	15.229	34.973
Si	12.302	14.776	31.394
Si	6.319	20.24	38.211
Si	1.198	14.656	38.004
Si	7.879	27.572	28.837
Si	8.557	22.672	33.515
Si	4.542	25.95	34.718
Si	2.126	39.864	36.13
Si	6.692	31.215	38.641
Si	7.159	39.739	35.574
Si	6.264	35.009	29.737
Si	7.759	42.638	32.933
Si	9.491	40.788	31.216
Si	7.64	52.784	31.984
Si	7.414	47.167	35.463
Si	7.747	56.148	34.638
Si	5.548	54.315	33.478
Si	5.548	63.373	32.922
Si	9.401	61.088	34.362
Si	13.098	63.143	31.646
Si	1.472	7.012	33.271
Si	14.067	18.333	33.833
Si	10.111	17.146	37.9
Si	9.724	25.492	38.231
Si	16.141	17.95	31.9
Si	7.534	29.689	35.07
Si	10.261	29.336	35.563
Si	0.275	40.619	32.133
Si	2.745	39.447	33.328
Si	11.853	40.426	32.899
Si	14.475	42.182	37.074
Si	12.523	42.353	34.956
Si	12.514	44.481	38.187
Si	10.24	55.463	38.085
Si	12.431	50.347	30.113
Si	11.877	59.307	35.323
Si	10.213	57.04	35.663
Si	10.012	0.874	35.163
Si	13.148	1.209	35.118
Si	12.092	10.318	37.729
Si	1.57	0.676	37.982
Si	15.441	6.005	34.939
Si	14.898	13.073	37.645
Si	6.155	9.611	34.853
Si	5.484	9.234	37.773
Si	0.687	20.28	38.295
Si	4.369	17.852	38.688
Si	0.628	27.777	37.784
Si	2.316	25.474	36.87
Si	15.357	29.113	33.247
Si	4.303	29.358	38.24
Si	3.778	34.625	35.138
Si	3.243	33.299	37.951
Si	4.409	43.527	33.948
Si	0.216	44.146	37.328
Si	15.365	46.77	35.913
Si	5.444	43.931	37.633
Si	15.066	51.575	33.958
Si	3.064	50.636	35.166
Si	3.142	53.627	35.477
Si	2.563	63.521	37.438
Si	5.209	61.799	37.372
Si	7.577	4.938	35.492
Si	0.166	7.343	37.432
Si	9.004	10.123	34.825
Si	12.223	12.909	36.098
Si	7.296	17.034	33.751
Si	10.002	15.598	33.41
Si	11.317	17.721	35.133
Si	1.906	30.431	37.156
Si	11.962	23.724	37.867
Si	6.785	35.216	35.061
Si	6.965	37.286	37.581
Si	10.564	31.79	37.285
Si	10.577	40.121	38.484
Si	10.194	40.671	35.453
Si	7.305	48.312	38.35
Si	1.852	55.503	37.746
Si	9.041	52.199	34.497
Si	7.603	57.888	36.889
Si	8.217	53.182	37.36
Si	7.127	64.05	38.018
Si	8.133	63.907	34.959
Si	3.145	7.663	37.543
Si	10.535	5.698	35.913
Si	15.246	15.288	30.997
Si	12.576	6.683	33.685
Si	9.405	14.189	37.143
Si	1.056	22.949	32.179
Si	0.005	24.241	35.031
Si	14.929	18.204	38.488
Si	8.597	27.149	36.05
Si	13.987	22.489	35.726
Si	15.665	34.351	35.08
Si	13.435	31.241	37.245
Si	15.062	33.864	37.989
Si	0.467	31.411	34.544
Si	15.053	39.385	38.367
Si	15.899	38.638	35.797
Si	9.332	50.503	38.669
Si	12.775	45.411	35.552
Si	16.326	50.987	38.714
Si	12.9	59.232	38.193
Si	14.926	58.973	34.495
Si	9.866	1.637	38.109
Si	15.037	61.493	38.068
O	15.069	1.517	39.663
O	0.626	65.462	39.049
O	4.493	1.341	39.728
O	0.266	6.489	38.826
O	11.254	8.944	37.563
O	14.611	7.256	40.053
O	1.456	9.472	39.912
O	3.047	7.452	39.171
O	14.436	13.088	39.213
O	15.599	10.603	39.442
O	4.108	12.16	39.701
O	5.964	7.747	38.273
O	1.072	15.492	39.41
O	2.304	13.539	38.486
O	3.732	18.028	40.177
O	2.18	19.901	38.849
O	14.887	23.272	39.84
O	0.286	21.755	38.851
O	2.441	24.867	38.379
O	0.467	27.047	39.229
O	14.967	28.773	39.751
O	4.932	27.896	38.679
O	13.752	29.243	33.441
O	15.681	27.469	36.922
O	1.855	31.475	33.715
O	2.34	31.949	37.653
O	1.347	36.735	39.672
O	1.247	31.441	40.011
O	0.043	38.938	39.074
O	2.498	34.571	38.697
O	1.861	44.039	37.259
O	1.645	41.91	39.721
O	13.566	43.307	37.801
O	16.281	43.956	38.918
O	2.89	46.09	38.683
O	4.391	44.927	36.89
O	16.054	49.511	39.341
O	1.39	47.725	39.911
O	1.38	51.62	39.198
O	1.723	49.792	35.57
O	0.963	54.612	38.815
O	15.204	56.016	39.574
O	2.746	56.581	38.628
O	1.454	58.8	39.494
O	16.349	60.859	38.811
O	4.042	61.669	40.215
O	2.182	63.107	38.962
O	6.323	65.302	38.726
O	6.176	62.755	38.242
O	7.097	3.964	39.908
O	13.572	13.532	36.795
O	9.883	6.644	39.921
O	1.692	7.5	36.834
O	9.052	9.656	36.372
O	9.185	4.734	35.783
O	15.63	6.398	36.497
O	4.139	6.552	36.831
O	14.777	12.079	33.053
O	9.035	13.491	38.593
O	7.008	14.859	39.637
O	5.437	16.634	38.747
O	7.406	20	39.381
O	9.065	18.132	38.683
O	5.757	21.745	38.545
O	4.081	23.367	39.661
O	8.878	24.504	39.232
O	6.7	26.076	39.715
O	3.299	29.556	36.933
O	3.391	29.801	39.521
O	7.971	30.235	38.845
O	7.145	32.579	37.856
O	4.482	32.988	38.973
O	2.238	31.041	29.217
O	7.931	36.556	38.722
O	9.384	34.355	39.544
O	5.671	37.844	38.467
O	3.894	39.735	39.619
O	9.16	40.828	38.945
O	10.651	39.982	36.86
O	7.109	42.349	39.739
O	5.661	44.445	39.151
O	7.824	47.301	39.502
O	9.45	45.194	39.879
O	5.911	48.972	38.884
O	3.875	50.387	39.662
O	8.852	50.553	40.225
O	7.244	52.777	0.009
O	6.7	53.451	37.961
O	2.824	54.576	36.783
O	7.548	57.854	38.52
O	9.741	56.514	39.235
O	5.905	61.465	35.927
O	5.093	60.443	38.299
O	8.467	63.677	38.862
O	7.477	64.211	36.429
O	8.581	2.03	39.026
O	10.616	0.347	38.778
O	13.429	3.307	38.491
O	11.872	5.016	39.5
O	15.68	4.404	34.702
O	10.741	9.021	31.734
O	12.639	9.215	0.058
O	11.497	11.122	39.03
O	11.957	11.34	36.462
O	13.628	9.819	37.807
O	12.508	14.811	39.969
O	16.179	14.059	37.471
O	9.349	15.815	37.334
O	11.214	16.709	38.992
O	12.267	20.596	40.039
O	13.526	18.714	39.078
O	11.241	22.517	38.726
O	12.922	24.619	38.864
O	12.809	23.228	36.557
O	13.637	22.498	34.119
O	10.681	26.542	39.067
O	9.553	28.691	39.953
O	13.242	30.475	38.685
O	15.678	34.657	36.681
O	12.076	31.997	36.725
O	10.613	32.124	38.872
O	2.565	37.854	33.715
O	13.967	34.829	38.748
O	10.579	38.599	39.073
O	12.241	36.667	39.678
O	11.769	45.137	36.834
O	14.849	38.447	37.034
O	11.382	43.751	39.086
O	13.406	45.569	39.04
O	12.313	47.85	39.741
O	10.836	49.853	38.838
O	8.218	52.805	35.766
O	14.973	51.827	39.118
O	12.712	52.914	39.946
O	11.31	54.482	38.757
O	14.086	60.226	37.709
O	13.49	57.822	38.764
O	11.954	59.887	39.323
O	9.844	61.561	39.559
O	12.403	64.275	39.634
O	14.243	62.487	39.075
O	4.716	2.785	27.507
O	1.246	2.989	32.126
O	2.633	2.597	25.934
O	1.069	3.773	27.675
O	2.209	7.228	26.953
O	0.63	9.072	27.501
O	3.975	5.456	27.445
O	1.006	7.397	31.756
O	1.57	15.139	27.284
O	16.07	16.6	26.597
O	2.925	12.863	27.063
O	4.393	10.677	26.7
O	0.75	20.423	27.285
O	1.043	20.202	29.867
O	2.803	18.734	26.478
O	5.052	16.637	26.64
O	16.296	30.102	29.715
O	0.824	25.131	29.431
O	4.177	23.341	27.867
O	2.68	24.982	26.648
O	0.163	33.125	26.126
O	16.057	35.128	29.536
O	3.359	29.354	27.331
O	5.197	27.528	26.57
O	1.04	37.398	27.096
O	5.947	39.8	31.27
O	2.196	36.106	29.607
O	2.821	35.589	26.382
O	2.492	41.749	27.344
O	0.491	43.435	26.555
O	5.348	38.344	25.328
O	3.754	39.477	27.058
O	2.893	46.471	26.589
O	1.545	48.902	26.8
O	4.354	44.422	27.524
O	6.221	45.814	28.599
O	0.45	54.213	32.176
O	0.94	53.915	27.895
O	3.971	50.27	27.231
O	1.737	51.465	27.575
O	16.156	60.306	26.228
O	1.177	58.618	27.337
O	5.508	55.767	27.213
O	3.418	57.28	27.387
O	0.869	64.428	27.153
O	16.39	62.597	34.234
O	4.4	60.776	27.279
O	2.728	62.736	26.546
O	5.659	4.662	29.275
O	6.346	4.763	26.728
O	9.948	1.601	27.481
O	8.054	2.781	26.337
O	8.135	8.075	26.415
O	6.58	9.714	27.608
O	10.798	5.091	29.437
O	9.978	6.438	27.302
O	6.882	13.05	33.669
O	7.059	15.05	27.708
O	8.126	12.834	26.911
O	10.041	10.974	26.916
O	5.402	21.361	26.915
O	5.116	21.47	29.66
O	7.03	19.562	27.783
O	9.397	18.493	27.101
O	3.882	25.249	33.396
O	4.25	22.652	33.579
O	8.812	26.401	29.472
O	9.193	24.052	27.988
O	5.858	33.445	29.44
O	7.57	31.302	27.996
O	5.454	28.302	31.887
O	8.751	29.865	26.315
O	6.701	37.724	27.39
O	8.967	33.799	32.04
O	8.899	34.05	26.918
O	6.712	30.24	30.38
O	6.501	44.001	26.421
O	7.925	41.758	27.125
O	10.868	38.446	26.353
O	8.768	39.388	27.573
O	6	48.918	26.433
O	4.745	47.598	29.889
O	10.034	45.702	27.618
O	8.128	46.976	26.382
O	5.191	55.129	29.801
O	6.377	53.453	27.76
O	10.18	50.185	26.73
O	8.188	51.934	26.594
O	6.71	59.452	27.359
O	5.081	59.296	29.455
O	8.365	57.471	26.433
O	10.542	55.366	26.28
O	7.638	0.448	29.587
O	7.057	64.494	27.508
O	8.473	62.533	26.397
O	10.288	60.334	30.277
O	10.393	2.495	31.19
O	12.296	4.549	27.338
O	15.283	0.629	27.259
O	12.446	3.052	29.546
O	12.43	10.095	27.436
O	13.77	8.116	26.469
O	15.951	6.615	26.977
O	10.702	16.382	26.266
O	13.152	18.826	32.555
O	11.431	12.309	28.711
O	12.129	14.457	27.31
O	10.828	22.079	26.942
O	12.46	20.016	27.439
O	13.977	17.919	27.615
O	12.54	26.79	27.693
O	10.562	27.849	26.438
O	14.409	25.437	26.711
O	15.379	23.505	28.279
O	11.147	32.447	26.454
O	13.24	30.389	26.46
O	9.893	36.13	28.105
O	14.738	28.228	27.089
O	0.4	35.131	34.154
O	12.355	36.971	27.788
O	0.707	36.305	31.721
O	13.818	33.593	29.961
O	13.763	43.734	30.451
O	6.853	43.294	28.873
O	13.892	41.092	26.801
O	15.42	39.097	27.489
O	12.14	48.621	27.266
O	13.947	46.935	26.488
O	15.673	45.336	27.543
O	12.238	54.25	30.321
O	12.057	53.884	27.672
O	15.191	50.029	27.555
O	12.874	51.102	26.655
O	11.754	58.594	27.355
O	10.47	60.415	26.266
O	15.612	55.766	27.294
O	13.524	57.059	26.379
O	13.389	63.614	27.642
O	11.68	65.397	26.904
O	13.775	61.505	26.47
O	14.601	61.115	28.858
O	14.795	0.07	31.532
O	15.074	3.172	32.425
O	16.327	5.113	31.093
O	16.24	2.807	29.9
O	14.879	7.288	30.803
O	1.227	1.18	28.281
O	2.162	5.532	33.451
O	5.499	12.076	28.545
O	11.795	14.642	29.879
O	15.904	14.275	32.106
O	3.386	14.602	28.98
O	4.171	16.164	30.993
O	1.229	18.625	32.076
O	2.46	17.787	35.236
O	3.319	19.808	30.921
O	11.401	17.789	28.648
O	6.012	25.337	35.031
O	0.864	26.804	27.395
O	15.098	26.614	29.011
O	16.232	32.593	29.091
O	1.409	39.669	28.433
O	4.861	33.804	26.952
O	0.047	41.552	33.508
O	3.751	40.173	29.473
O	0.331	41.658	30.84
O	5.082	42.13	30.213
O	4.19	43.078	32.405
O	1.549	46.445	33.434
O	3.061	51.079	33.576
O	16.117	49.86	30.093
O	15.972	52.522	30.237
O	15.818	55.062	29.838
O	14.291	53.858	31.78
O	1.381	56.405	28.784
O	7.114	56.537	36.097
O	1.487	57.777	34.744
O	15.642	59.152	30.38
O	16.397	63.606	31.766
O	13.492	2.753	34.591
O	16.174	64.88	29.416
O	3.325	1.377	32.034
O	15.941	1.731	34.525
O	10.355	9.584	34.16
O	3.666	4.054	31.819
O	4.557	9.041	31.887
O	8.993	11.724	34.621
O	10.63	9.846	29.287
O	8.237	5.312	28.913
O	7.611	13.126	29.599
O	5.9	11.28	30.995
O	9.645	14.336	28.409
O	6.661	15.958	34.846
O	6.29	17.082	32.456
O	9.376	14.11	33.64
O	5.007	18.565	35.37
O	5.831	18.972	30.11
O	3.432	20.201	34.084
O	4.258	29.391	29.829
O	5.199	23.92	31.439
O	6.403	27.723	29.549
O	4.648	27.541	34.362
O	6.3	31.613	40.172
O	0.719	30.869	27.214
O	3.823	29.811	33.3
O	12.712	34.835	32.171
O	7.948	37.95	29.642
O	7.355	35.418	28.611
O	3.138	40.814	36.944
O	12.781	43.218	27.91
O	7.627	43.901	31.901
O	2.577	49.141	29.092
O	8.925	45.413	30.098
O	8.828	46.187	32.644
O	6.658	46.287	31.175
O	7.578	51.185	31.648
O	8.377	50.728	34.146
O	2.518	58.782	29.543
O	4.865	55.405	32.469
O	3.99	57.32	30.966
O	8.694	58.695	31.538
O	6.517	57.1	31.112
O	6.162	61.635	28.995
O	9.6	64.736	28.36
O	7.961	63.409	29.806
O	7.466	5.711	34.024
O	13.714	2.563	26.457
O	8.962	3.977	32.709
O	12.677	1.558	31.713
O	13.404	5.481	29.617
O	0.026	11.13	26.138
O	8.483	18.07	29.454
O	7.918	20.546	30.173
O	13.16	19.303	29.861
O	13.693	21.242	31.696
O	10.297	24.587	30.433
O	10.123	22.062	30.76
O	8.61	29.048	29.054
O	12.204	23.345	31.949
O	9.031	31.522	30.336
O	7.205	25.178	32.642
O	9.322	33.97	29.493
O	11.865	35.362	29.764
O	4.88	35.892	29.556
O	11.294	32.989	30.882
O	15.237	34.549	32.144
O	16.331	44.287	30.481
O	1.745	39.868	32.115
O	15.512	39.467	32.02
O	15.195	43.703	32.815
O	16.162	45.618	36.765
O	13.393	48.2	32.775
O	9.481	43.353	28.458
O	15.336	47.656	28.743
O	15.243	46.738	34.25
O	11.427	50.668	28.891
O	14.392	45.938	31.848
O	11.897	52.845	32.594
O	11.598	49.523	31.226
O	10.058	54.88	29.201
O	12.306	56.349	28.729
O	14.12	58.371	28.515
O	14.136	63.401	30.381
O	15.979	64.757	35.58
O	7.462	3.014	30.153
O	0.102	6.962	34.141
O	0.711	6.968	29.256
O	2.641	8.124	33.613
O	4.497	9.768	29.328
O	5.307	13.823	30.639
O	1.079	13.107	28.897
O	15.289	14.544	29.541
O	4.522	15.362	33.471
O	3.936	12.592	33.278
O	3.123	20.862	28.191
O	3.857	17.881	33.008
O	11.666	29.474	34.814
O	1.349	22.615	28.794
O	7.6	26.97	27.336
O	7.605	24.161	30.164
O	1.015	27.714	29.938
O	15.736	28.597	31.766
O	4.576	31.497	28.204
O	0.058	37.71	29.533
O	3.275	33.771	29.025
O	4.288	39.878	33.134
O	6.365	40.016	28.778
O	10.682	37.748	29.956
O	5.845	40.542	36.151
O	2.562	43.167	30.17
O	6.424	41.685	33.033
O	1.56	49.037	32.831
O	3.307	44.652	34.202
O	4.588	44.825	30.408
O	2.532	47.324	31.132
O	15.269	51.147	32.378
O	0.776	56.322	36.819
O	16.379	55.526	34.41
O	16.341	59.873	34.667
O	15.252	57.635	35.391
O	7.651	57.296	33.466
O	3.908	59.923	31.745
O	1.075	59.002	32.403
O	14.214	0.896	36.334
O	2.509	2.837	29.819
O	4.502	62.14	33.339
O	4.355	4.219	34.341
O	5.213	1.632	33.931
O	6.809	5.83	36.613
O	6.362	3.635	32.762
O	7.632	9.513	34.158
O	3.878	9.138	37.371
O	13.689	15.662	31.399
O	12.546	12.945	34.495
O	14.858	18.375	36.862
O	7.444	18.509	34.475
O	10.268	19.956	29.264
O	5.989	20.888	34.615
O	9.048	21.189	34.005
O	7.412	22.592	32.329
O	7.963	23.602	34.721
O	5.362	20.634	32.175
O	8.44	26.269	34.689
O	5.219	35.185	34.635
O	2.722	38.342	36.317
O	14.199	34.856	34.48
O	7.697	35.589	33.737
O	6.805	35.143	31.265
O	7.495	38.555	36.658
O	11.131	40.775	31.443
O	11.367	44.584	29.732
O	8.991	41.719	32.445
O	8.736	41.337	29.839
O	8.342	48.775	32.305
O	10.758	47.9	33.107
O	6.007	47.518	34.73
O	8.68	47.923	34.757
O	8.888	56.092	31.273
O	7.601	55.514	28.911
O	6.011	49.683	33.266
O	6.903	54.884	34.153
O	10.79	60.51	35.04
O	9.669	60.941	32.762
O	7.764	61.035	30.962
O	5.985	62.944	31.407
O	5.768	1.126	31.284
O	8.225	1.387	32.068
O	11.448	0.65	29.493
O	11.274	6.037	34.465
O	7.288	5.507	31.273
O	13.917	6.303	34.495
O	4.506	6.45	32.703
O	15.044	12.538	27.845
O	3.2	11.23	31.183
O	16.014	8.884	37.43
O	1.142	12.215	32.605
O	2.735	13.906	31.4
O	1.678	15.587	36.728
O	15.254	16.723	39.059
O	14.969	19.527	34.531
O	12.949	17.738	34.864
O	0.337	20.213	36.665
O	15.348	19.209	31.236
O	1.38	21.328	32.256
O	10.797	16.238	34.681
O	9.805	23.547	32.905
O	7.486	28.371	36.064
O	11.583	21.132	33.339
O	9.076	29.715	34.48
O	6.381	29.545	33.954
O	14.641	34.162	27.517
O	1.307	33.695	32.058
O	0.484	37.378	35.438
O	14.296	37.007	32.768
O	14.929	40.988	38.071
O	2.758	35.847	35.459
O	1.44	43.457	32.418
O	12.959	39.246	32.702
O	15.834	42.932	36.545
O	4.275	42.319	35.035
O	13.082	43.875	35.046
O	12.635	46.105	34.068
O	13.414	45.751	28.783
O	1.431	51.3	31.506
O	10.671	52.199	34.803
O	11.872	50.229	33.672
O	13.113	51.743	30.593
O	13.545	52	34.418
O	14.075	62.761	32.917
O	15.914	61.081	32.086
O	12.946	59.764	30.401
O	10.014	1.92	33.903
O	13.549	0.239	33.87
O	12.045	61.592	28.673
O	15.394	11.597	37.101
O	11.69	4.975	36.843
O	2.645	65.174	37.394
O	0.559	1.251	36.837
O	5.43	11.022	34.546
O	12.412	10.821	32.883
O	12.384	7.891	30.049
O	12.526	8.309	33.621
O	15.72	12.131	30.539
O	5.815	10.333	38.909
O	14.164	21.016	36.425
O	0.464	23.579	33.584
O	3.091	17.532	37.756
O	4.224	15.948	36.045
O	15.985	28.076	34.339
O	13.597	27.562	35.41
O	2.501	23.665	31.825
O	10.555	18.92	34.325
O	16.376	23.22	30.961
O	10.184	30.238	36.919
O	15.904	30.598	33.539
O	1.312	24.553	35.952
O	3.871	33.758	36.508
O	14.979	38.934	34.495
O	3.637	34.683	31.477
O	1.763	29.7	31.649
O	0.722	44.208	34.669
O	2.268	46.204	35.956
O	16.197	33.475	39.087
O	4.841	42.428	37.723
O	16.032	48.206	36.313
O	13.821	46.427	36.332
O	5.836	44.277	34.184
O	8.152	43.173	34.425
O	16.31	50.814	37.112
O	3.182	52.053	35.972
O	4.349	49.625	35.342
O	3.651	49.742	31.314
O	14.88	58.692	32.869
O	2.726	60.163	34.111
O	15.555	50.238	34.736
O	2.013	53.867	34.327
O	1.452	63.043	36.363
O	12.353	64.553	31.968
O	5.402	59.755	33.991
O	3.895	62.696	37.006
O	6.755	3.494	35.35
O	4.756	64.817	32.874
O	2.276	2.002	38.652
O	6.338	9.584	36.453
O	5.208	8.401	34.34
O	8.76	8.476	38.626
O	5.132	13.645	35.377
O	8.735	16.597	33.134
O	9.725	7.434	29.808
O	12.653	13.283	31.946
O	5.037	19.256	38.282
O	6.994	19.909	36.758
O	10.896	13.75	36.565
O	16.125	19.177	39.022
O	3.718	25.592	36.061
O	1.813	27.018	36.97
O	8.267	13.777	36.024
O	10.74	24.643	37.284
O	0.982	29.363	38.036
O	5.503	30.396	37.909
O	9.025	36.522	31.643
O	3.247	33.729	33.899
O	7.283	33.726	35.445
O	8.549	40.614	35.415
O	6.715	39.274	34.021
O	9.464	32.704	36.481
O	9.093	39.233	31.524
O	7.833	45.625	35.272
O	6.776	43.768	36.703
O	10.957	42.158	35.463
O	12.601	41.795	33.42
O	3.877	47.864	33.391
O	15.995	52.864	34.32
O	7.122	47.43	37.018
O	8.361	49.465	37.887
O	9.152	58.105	36.36
O	4.55	53.942	34.703
O	8.766	53.085	33.142
O	8.966	54.615	37.562
O	6.899	63.613	33.874
O	6.583	59.013	36.348
O	7.987	60.302	34.611
O	9.148	62.61	34.899
O	9.352	1.351	36.579
O	10.863	2.904	38.158
O	12.728	6.189	32.117
O	9.886	7.055	36.548
O	16.161	16.646	30.922
O	11.098	15.516	32.211
O	15.307	17.414	33.234
O	10.912	17.913	36.698
O	9.803	19.717	31.916
O	8.533	26.219	37.364
O	15.491	25.602	34.902
O	15.457	23.187	35.825
O	13.887	30.171	36.068
O	7.327	31.126	35.773
O	10.1	27.781	36.001
O	0.888	30.646	35.902
O	6.824	36.152	36.396
O	14.502	32.442	37.429
O	16.073	32.781	34.868
O	3.36	31.998	31.798
O	11.889	40.927	39.109
O	10.799	39.946	34.091
O	2.252	40.33	34.585
O	0.496	39.852	36.346
O	6.115	53.104	32.534
O	13.599	41.5	35.866
O	13.873	39.167	39.47
O	9.139	52	38.062
O	10.98	56.226	36.844
O	8.095	53.628	30.669
O	13.61	49.366	29.627
O	9.37	55.931	34.789
O	11.941	59.021	36.909
O	11.249	57.897	34.713
O	13.427	59.581	34.813
O	11.627	0.798	35.53
O	9.159	65.17	34.648
O	11.983	62.042	31.308
O	15.367	62.332	36.704
O	5.285	5.261	38.77
Si	0.071	0.007	5.439
Si	2.782	2.714	5.504
Si	0.1	5.425	5.614
Si	2.876	8.154	5.534
Si	0.087	10.951	5.633
Si	2.804	13.697	5.494
Si	0.054	16.413	5.5
Si	2.74	19.152	5.396
Si	16.379	21.901	5.495
Si	2.661	24.632	5.512
Si	16.322	27.351	5.513
Si	2.653	30.07	5.524
Si	16.278	32.829	5.575
Si	2.695	35.547	5.562
Si	0.015	38.223	5.535
Si	2.748	40.927	5.452
Si	0.051	43.609	5.491
Si	2.772	46.36	5.529
Si	0.089	49.115	5.471
Si	2.791	51.926	5.487
Si	0.142	54.674	5.421
Si	2.869	57.354	5.346
Si	0.09	60.15	5.413
Si	2.829	62.83	5.379
Si	5.544	65.563	5.438
Si	8.246	2.709	5.462
Si	5.488	5.455	5.489
Si	8.188	8.219	5.551
Si	5.534	10.921	5.477
Si	8.191	13.667	5.479
Si	5.461	16.425	5.4
Si	8.146	19.158	5.458
Si	5.428	21.879	5.416
Si	8.103	24.583	5.476
Si	5.359	27.347	5.548
Si	8.132	30.122	5.526
Si	5.41	32.839	5.526
Si	8.145	35.541	5.484
Si	5.481	38.239	5.535
Si	8.214	40.926	5.559
Si	5.5	43.657	5.513
Si	8.219	46.425	5.592
Si	5.531	49.166	5.506
Si	8.248	51.947	5.39
Si	5.549	54.681	5.357
Si	8.264	57.4	5.331
Si	5.551	60.081	5.327
Si	8.26	62.822	5.437
Si	10.989	0.006	5.534
Si	13.753	2.704	5.562
Si	10.972	5.423	5.543
Si	13.701	8.172	5.616
Si	10.927	10.962	5.595
Si	13.701	13.705	5.584
Si	10.928	16.407	5.518
Si	13.624	19.158	5.548
Si	10.851	21.884	5.5
Si	13.608	24.638	5.508
Si	10.83	27.374	5.523
Si	13.564	30.074	5.545
Si	10.847	32.789	5.52
Si	13.613	35.481	5.542
Si	10.897	38.211	5.473
Si	13.671	40.926	5.509
Si	11.014	43.669	5.544
Si	13.765	46.362	5.52
Si	11.004	49.196	5.553
Si	13.805	51.901	5.497
Si	11.019	54.671	5.378
Si	13.719	57.431	5.414
Si	11.001	60.105	5.361
Si	13.744	62.874	5.454
Si	1.415	1.345	6.855
Si	4.135	4.09	6.868
Si	1.461	6.838	6.921
Si	4.18	9.577	6.891
Si	1.444	12.361	6.924
Si	4.131	15.089	6.847
Si	1.394	17.813	6.841
Si	4.075	20.513	6.809
Si	1.324	23.251	6.881
Si	4.014	25.974	6.904
Si	1.291	28.704	6.894
Si	4.038	31.446	6.878
Si	1.311	34.169	6.906
Si	4.089	36.902	6.902
Si	1.389	39.598	6.874
Si	4.103	42.3	6.85
Si	1.394	45.003	6.873
Si	4.144	47.788	6.851
Si	1.432	50.53	6.832
Si	4.194	53.318	6.781
Si	1.49	56.045	6.776
Si	4.189	58.743	6.731
Si	1.455	61.501	6.781
Si	4.162	64.199	6.788
Si	6.881	1.336	6.825
Si	9.583	4.068	6.879
Si	6.828	6.831	6.886
Si	9.552	9.581	6.927
Si	6.844	12.313	6.871
Si	9.542	15.045	6.866
Si	6.792	17.784	6.823
Si	9.5	20.506	6.862
Si	6.759	23.22	6.852
Si	9.471	25.963	6.856
Si	6.768	28.718	6.874
Si	9.504	31.444	6.914
Si	6.8	34.18	6.886
Si	9.535	36.873	6.871
Si	6.836	39.589	6.915
Si	9.606	42.314	6.884
Si	6.847	45.032	6.902
Si	9.62	47.816	6.893
Si	6.911	50.575	6.812
Si	9.633	53.313	6.756
Si	6.912	56.043	6.737
Si	9.622	58.752	6.737
Si	6.88	61.444	6.76
Si	9.607	64.203	6.826
Si	12.357	1.352	6.9
Si	15.098	4.072	6.935
Si	12.305	6.808	6.933
Si	15.078	9.574	6.942
Si	12.309	12.339	6.933
Si	15.071	15.089	6.911
Si	12.27	17.78	6.902
Si	15.006	20.538	6.874
Si	12.236	23.253	6.862
Si	14.973	25.983	6.891
Si	12.211	28.704	6.907
Si	14.94	31.428	6.918
Si	12.233	34.133	6.897
Si	15.014	36.863	6.877
Si	12.279	39.574	6.86
Si	15.06	42.288	6.869
Si	12.368	45.05	6.9
Si	15.117	47.773	6.856
Si	12.393	50.573	6.866
Si	15.165	53.31	6.807
Si	12.363	56.039	6.769
Si	15.106	58.786	6.772
Si	12.347	61.483	6.772
Si	15.108	64.244	6.817
Si	0.061	2.693	8.261
Si	2.798	65.569	8.178
Si	0.061	8.204	8.274
Si	2.793	5.45	8.271
Si	0.029	13.71	8.269
Si	2.792	10.953	8.256
Si	16.393	19.16	8.218
Si	2.743	16.439	8.225
Si	16.346	24.607	8.249
Si	2.707	21.867	8.214
Si	16.332	30.067	8.266
Si	2.657	27.341	8.267
Si	16.369	35.529	8.278
Si	2.68	32.797	8.261
Si	0.027	40.955	8.249
Si	2.738	38.261	8.271
Si	0.065	46.414	8.232
Si	2.769	43.671	8.244
Si	0.079	51.917	8.187
Si	2.794	49.176	8.206
Si	0.078	57.402	8.123
Si	2.823	54.668	8.157
Si	0.078	62.86	8.159
Si	2.813	60.104	8.123
Si	5.514	2.708	8.203
Si	8.243	65.576	8.191
Si	5.501	8.207	8.278
Si	8.214	5.459	8.231
Si	5.472	13.701	8.229
Si	8.195	10.966	8.274
Si	5.429	19.151	8.205
Si	8.162	16.427	8.216
Si	5.402	24.592	8.235
Si	8.136	21.871	8.232
Si	5.409	30.08	8.249
Si	8.125	27.334	8.239
Si	5.443	35.532	8.267
Si	8.153	32.816	8.271
Si	5.472	40.973	8.252
Si	8.202	38.234	8.27
Si	5.499	46.434	8.238
Si	8.243	43.69	8.247
Si	5.537	51.942	8.165
Si	8.254	49.211	8.212
Si	5.544	57.393	8.125
Si	8.262	54.675	8.128
Si	5.524	62.822	8.146
Si	8.261	60.104	8.134
Si	10.968	2.719	8.243
Si	13.732	65.576	8.22
Si	10.933	8.204	8.27
Si	13.705	5.453	8.271
Si	10.916	13.708	8.266
Si	13.683	10.956	8.276
Si	10.88	19.151	8.239
Si	13.664	16.436	8.261
Si	10.861	24.612	8.23
Si	13.614	21.89	8.236
Si	10.862	30.069	8.279
Si	13.598	27.34	8.259
Si	10.894	35.519	8.259
Si	13.595	32.791	8.287
Si	10.958	40.955	8.252
Si	13.657	38.235	8.24
Si	10.994	46.441	8.236
Si	13.73	43.681	8.248
Si	10.99	51.958	8.167
Si	13.745	49.171	8.204
Si	10.982	57.396	8.131
Si	13.746	54.673	8.136
Si	10.986	62.836	8.168
Si	13.723	60.132	8.145
Si	1.407	4.086	9.615
Si	4.141	1.339	9.56
Si	1.401	9.602	9.627
Si	4.128	6.843	9.634
Si	1.375	15.092	9.626
Si	4.116	12.346	9.627
Si	1.34	20.519	9.604
Si	4.08	17.804	9.611
Si	1.304	25.963	9.629
Si	4.05	23.226	9.61
Si	1.315	31.426	9.625
Si	4.046	28.702	9.617
Si	1.357	36.896	9.623
Si	4.067	34.159	9.618
Si	1.391	42.331	9.614
Si	4.109	39.624	9.63
Si	1.428	47.811	9.575
Si	4.13	45.068	9.597
Si	1.447	53.301	9.528
Si	4.168	50.57	9.54
Si	1.431	58.762	9.504
Si	4.179	56.04	9.516
Si	1.424	64.219	9.549
Si	4.151	61.47	9.517
Si	6.853	4.087	9.59
Si	9.593	1.338	9.576
Si	6.84	9.595	9.642
Si	9.562	6.835	9.618
Si	6.814	15.071	9.614
Si	9.554	12.341	9.636
Si	6.779	20.506	9.605
Si	9.517	17.787	9.608
Si	6.769	25.958	9.607
Si	9.505	23.237	9.603
Si	6.786	31.435	9.623
Si	9.498	28.685	9.624
Si	6.823	36.885	9.632
Si	9.534	34.164	9.637
Si	6.856	42.343	9.605
Si	9.577	39.61	9.618
Si	6.881	47.831	9.569
Si	9.61	45.083	9.591
Si	6.904	53.313	9.523
Si	9.632	50.588	9.552
Si	6.895	58.751	9.512
Si	9.622	56.032	9.511
Si	6.867	64.201	9.534
Si	9.609	61.473	9.523
Si	12.322	4.092	9.617
Si	15.075	1.336	9.601
Si	12.299	9.589	9.628
Si	15.067	6.843	9.622
Si	12.284	15.077	9.628
Si	15.044	12.343	9.629
Si	12.25	20.519	9.606
Si	15.024	17.812	9.615
Si	12.233	25.963	9.616
Si	14.98	23.242	9.616
Si	12.239	31.42	9.648
Si	14.973	28.694	9.631
Si	12.284	36.882	9.614
Si	14.994	34.156	9.629
Si	12.335	42.336	9.601
Si	15.04	39.603	9.603
Si	12.364	47.825	9.577
Si	15.088	45.071	9.6
Si	12.37	53.319	9.521
Si	15.103	50.559	9.554
Si	12.35	58.76	9.507
Si	15.106	56.042	9.502
Si	12.342	64.205	9.551
Si	15.091	61.496	9.516
Si	0.053	65.573	10.934
Si	2.779	2.705	10.948
Si	0.029	5.463	10.972
Si	2.751	8.219	10.99
Si	0.008	10.968	10.987
Si	2.728	13.71	10.992
Si	16.384	16.444	10.993
Si	2.699	19.157	10.988
Si	16.359	21.875	10.977
Si	2.68	24.59	10.981
Si	16.34	27.325	10.996
Si	2.684	30.062	10.992
Si	16.363	32.795	10.996
Si	2.718	35.531	10.99
Si	0.003	38.263	10.99
Si	2.758	40.994	10.996
Si	0.048	43.721	10.974
Si	2.785	46.456	10.957
Si	0.061	49.194	10.925
Si	2.798	51.933	10.904
Si	0.057	54.666	10.878
Si	2.788	57.392	10.876
Si	0.051	60.119	10.877
Si	2.785	62.836	10.897
Si	5.507	65.574	10.913
Si	8.226	2.715	10.941
Si	5.495	5.46	10.971
Si	8.206	8.216	10.989
Si	5.466	10.97	11
Si	8.176	13.71	10.995
Si	5.438	16.435	10.988
Si	8.148	19.149	10.984
Si	5.416	21.866	10.986
Si	8.14	24.596	10.982
Si	5.41	27.325	10.981
Si	8.147	30.061	10.992
Si	5.43	32.799	10.994
Si	8.183	35.531	11.005
Si	5.473	38.264	10.993
Si	8.223	40.991	10.977
Si	5.508	43.726	10.971
Si	8.249	46.47	10.943
Si	5.521	49.207	10.927
Si	8.257	51.95	10.91
Si	5.529	54.669	10.891
Si	8.253	57.388	10.888
Si	5.518	60.109	10.884
Si	8.242	62.841	10.896
Si	10.973	65.578	10.92
Si	13.7	2.715	10.955
Si	10.945	5.47	10.968
Si	13.68	8.219	10.977
Si	10.926	10.967	10.99
Si	13.654	13.707	10.992
Si	10.896	16.437	10.987
Si	13.629	19.162	10.98
Si	10.876	21.877	10.98
Si	13.606	24.6	10.986
Si	10.871	27.325	10.993
Si	13.614	30.056	11.005
Si	10.892	32.797	11.009
Si	13.647	35.53	10.996
Si	10.941	38.259	10.988
Si	13.699	40.987	10.974
Si	10.98	43.725	10.956
Si	13.725	46.46	10.945
Si	10.992	49.212	10.92
Si	13.721	51.938	10.896
Si	10.989	54.674	10.889
Si	13.72	57.394	10.874
Si	10.98	60.114	10.89
Si	13.719	62.843	10.905
Si	1.4	1.344	12.303
Si	4.12	4.091	12.32
Si	1.373	6.849	12.342
Si	4.093	9.602	12.36
Si	1.35	12.35	12.363
Si	4.071	15.082	12.373
Si	1.331	17.809	12.375
Si	4.052	20.517	12.374
Si	1.316	23.232	12.36
Si	4.047	25.953	12.35
Si	1.316	28.688	12.354
Si	4.061	31.428	12.352
Si	1.343	34.165	12.348
Si	4.097	36.9	12.348
Si	1.381	39.632	12.35
Si	4.137	42.371	12.344
Si	1.415	45.102	12.33
Si	4.157	47.841	12.303
Si	1.428	50.572	12.278
Si	4.158	53.307	12.264
Si	1.415	56.032	12.247
Si	4.142	58.755	12.252
Si	1.405	61.48	12.26
Si	4.133	64.211	12.273
Si	6.853	1.345	12.292
Si	9.573	4.096	12.316
Si	6.835	6.845	12.343
Si	9.556	9.6	12.354
Si	6.811	12.348	12.371
Si	9.529	15.081	12.37
Si	6.787	17.798	12.373
Si	9.511	20.514	12.358
Si	6.778	23.231	12.359
Si	9.508	25.954	12.36
Si	6.782	28.686	12.352
Si	9.524	31.422	12.363
Si	6.809	34.163	12.357
Si	9.563	36.904	12.351
Si	6.849	39.637	12.344
Si	9.602	42.372	12.321
Si	6.882	45.11	12.319
Si	9.624	47.848	12.294
Si	6.892	50.582	12.284
Si	9.625	53.314	12.274
Si	6.885	56.031	12.264
Si	9.611	58.754	12.26
Si	6.868	61.481	12.259
Si	9.596	64.215	12.273
Si	12.321	1.345	12.298
Si	15.052	4.096	12.322
Si	12.301	6.852	12.334
Si	15.029	9.604	12.348
Si	12.277	12.346	12.362
Si	15.005	15.085	12.365
Si	12.257	17.806	12.359
Si	14.99	20.523	12.359
Si	12.243	23.234	12.359
Si	14.976	25.957	12.363
Si	12.245	28.686	12.366
Si	14.994	31.425	12.359
Si	12.277	34.165	12.358
Si	15.031	36.9	12.347
Si	12.318	39.637	12.335
Si	15.071	42.366	12.33
Si	12.35	45.105	12.309
Si	15.094	47.837	12.299
Si	12.359	50.581	12.282
Si	15.09	53.306	12.256
Si	12.353	56.037	12.258
Si	15.08	58.758	12.25
Si	12.341	61.48	12.264
Si	15.073	64.211	12.283
Si	0.027	2.72	13.664
Si	2.767	65.576	13.65
Si	16.395	8.222	13.702
Si	2.747	5.466	13.683
Si	16.368	13.714	13.733
Si	2.713	10.971	13.724
Si	16.353	19.168	13.745
Si	2.692	16.443	13.75
Si	16.346	24.591	13.73
Si	2.678	21.877	13.746
Si	16.359	30.055	13.723
Si	2.679	27.315	13.717
Si	16.399	35.542	13.717
Si	2.707	32.803	13.716
Si	0.034	41.018	13.708
Si	2.75	38.275	13.717
Si	0.054	46.484	13.682
Si	2.786	43.752	13.706
Si	0.049	51.939	13.631
Si	2.787	49.214	13.66
Si	0.038	57.386	13.618
Si	2.773	54.664	13.62
Si	0.038	62.839	13.639
Si	2.765	60.11	13.623
Si	5.49	2.716	13.668
Si	8.228	65.586	13.642
Si	5.459	8.217	13.707
Si	8.206	5.467	13.687
Si	5.434	13.713	13.741
Si	8.179	10.968	13.722
Si	5.416	19.157	13.753
Si	8.153	16.438	13.748
Si	5.407	24.591	13.731
Si	8.141	21.869	13.738
Si	5.422	30.057	13.717
Si	8.142	27.319	13.728
Si	5.462	35.545	13.719
Si	8.17	32.799	13.725
Si	5.503	41.013	13.714
Si	8.215	38.285	13.712
Si	5.525	46.488	13.684
Si	8.254	43.751	13.688
Si	5.515	51.945	13.644
Si	8.261	49.221	13.659
Si	5.499	57.387	13.621
Si	8.245	54.67	13.641
Si	5.498	62.843	13.632
Si	8.231	60.116	13.624
Si	10.95	2.722	13.659
Si	13.702	65.585	13.643
Si	10.927	8.222	13.703
Si	13.674	5.472	13.68
Si	10.897	13.712	13.734
Si	13.646	10.971	13.719
Si	10.88	19.159	13.738
Si	13.621	16.446	13.738
Si	10.875	24.592	13.734
Si	13.614	21.876	13.734
Si	10.888	30.058	13.736
Si	13.612	27.32	13.734
Si	10.926	35.545	13.718
Si	13.642	32.801	13.726
Si	10.969	41.022	13.695
Si	13.684	38.286	13.705
Si	10.994	46.488	13.667
Si	13.717	43.752	13.684
Si	10.988	51.946	13.649
Si	13.727	49.215	13.651
Si	10.977	57.393	13.631
Si	13.716	54.664	13.627
Si	10.97	62.85	13.629
Si	13.707	60.113	13.629
Si	1.376	4.096	15.038
Si	4.116	1.346	15.019
Si	1.341	9.597	15.08
Si	4.091	6.841	15.062
Si	1.31	15.087	15.119
Si	4.059	12.346	15.102
Si	1.306	20.529	15.132
Si	4.044	17.808	15.138
Si	1.316	25.952	15.096
Si	4.042	23.238	15.122
Si	1.335	31.429	15.069
Si	4.052	28.682	15.072
Si	1.374	36.914	15.076
Si	4.084	34.179	15.07
Si	1.413	42.388	15.065
Si	4.13	39.645	15.074
Si	1.423	47.857	15.041
Si	4.16	45.128	15.061
Si	1.408	53.306	14.998
Si	4.147	50.588	15.022
Si	1.395	58.748	14.992
Si	4.125	56.029	14.991
Si	1.396	64.209	15.009
Si	4.121	61.48	14.991
Si	6.836	4.096	15.043
Si	9.577	1.357	15.013
Si	6.807	9.594	15.078
Si	9.554	6.849	15.056
Si	6.779	15.084	15.126
Si	9.519	12.349	15.1
Si	6.774	20.523	15.132
Si	9.505	17.812	15.125
Si	6.773	25.954	15.1
Si	9.508	23.228	15.109
Si	6.795	31.427	15.076
Si	9.514	28.684	15.094
Si	6.839	36.923	15.07
Si	9.549	34.18	15.071
Si	6.891	42.386	15.059
Si	9.592	39.665	15.056
Si	6.9	47.862	15.04
Si	9.635	45.124	15.04
Si	6.871	53.313	15.014
Si	9.625	50.588	15.031
Si	6.851	58.758	14.986
Si	9.604	56.04	15.008
Si	6.852	64.221	14.998
Si	9.59	61.491	14.986
Si	12.301	4.1	15.031
Si	15.056	1.35	15.013
Si	12.27	9.602	15.081
Si	15.02	6.851	15.055
Si	12.24	15.093	15.115
Si	14.988	12.353	15.099
Si	12.242	20.523	15.114
Si	14.972	17.82	15.12
Si	12.247	25.952	15.104
Si	14.981	23.233	15.111
Si	12.271	31.434	15.089
Si	14.991	28.687	15.091
Si	12.303	36.93	15.057
Si	15.023	34.178	15.073
Si	12.347	42.396	15.048
Si	15.057	39.659	15.061
Si	12.366	47.857	15.029
Si	15.086	45.123	15.047
Si	12.355	53.309	15.016
Si	15.094	50.58	15.015
Si	12.338	58.756	15.004
Si	15.078	56.024	14.999
Si	12.33	64.221	15
Si	15.067	61.477	15.004

Results
total energy: -472994.862 eV
total energy less fixed offsets of O -438.35, Si -107.03 eV per atom: 20.538 eV

Forces (eV/angstrom) on atoms 890 to 2170 of the 2364, counted in the order above; the others are left out for length: element, x, y, z
Si	0.168	-0.032	0.086
Si	0.098	0.005	0.03
Si	-0.06	-0.08	0.359
Si	-0.209	-0.017	0.531
Si	-0.106	0.059	-0.039
Si	0.085	-0.063	0.338
Si	0.175	-0.15	0.167
Si	0.042	-0.077	0.455
Si	0.075	-0.135	0.268
Si	-0.125	0.225	0.336
Si	0.137	-0.08	0.199
Si	0.108	-0.21	0.018
Si	-0.069	-0.073	0.016
Si	0.151	0.084	0.18
Si	-0.023	-0.069	0.325
Si	0.089	-0.061	-0.066
Si	0.042	-0.003	0.348
Si	0.138	0.06	0.228
Si	0.049	-0.026	0.26
Si	-0.025	0.052	0.351
Si	0.225	0.031	0.286
Si	-0.035	-0.095	0.069
Si	-0.051	0.051	0.3
Si	-0.035	0.147	0.319
Si	-0.005	-0.131	0.277
Si	0.017	-0.223	0.32
Si	0.143	0.015	0.16
Si	0.174	-0.11	-0.084
Si	0.059	-0.022	0.041
Si	0.193	-0.009	0.262
Si	-0.04	-0.137	0.41
Si	-0.148	0.114	-0.05
Si	-0.072	0.055	0.216
Si	0.023	0.029	-0.175
Si	0.001	-0.028	0.07
Si	0.027	0.104	0.164
Si	-0.124	-0.028	0.194
Si	-0.077	-0.09	0.46
Si	-0.083	0.072	0.066
Si	-0.124	-0.039	-0.201
Si	0.006	0.086	0.27
Si	-0.057	0.02	-0.029
Si	-0.054	0.021	-0.108
Si	0.212	0.075	0.33
Si	0.049	0.009	0.062
Si	-0.119	0.08	0.245
Si	0.076	-0.063	-0.113
Si	0.025	-0.232	-0.047
Si	-0.006	-0.179	0.109
Si	-0.172	0.174	0.271
Si	0.055	-0.05	-0.2
Si	-0.036	-0.015	-0.334
Si	-0.081	-0.177	0.044
Si	0.131	0.023	-0.079
Si	-0.05	-0.096	-0.091
Si	0.137	0.029	0.106
Si	-0.083	-0.025	-0.05
Si	0.2	-0.123	-0.266
Si	0.088	0.033	0.049
Si	0.251	-0.247	0.24
Si	0.035	0.054	-0.432
Si	-0.033	-0.034	0.145
Si	0.09	0.017	-0.086
Si	-0.168	-0.183	-0.279
Si	0.051	0.074	0.201
Si	-0.012	0.166	0.007
Si	-0.075	0.08	0.198
Si	0.044	-0.188	-0.122
Si	-0.162	-0.03	-0.102
Si	0.109	-0.104	0.01
Si	-0.22	0.135	0.306
Si	0.09	-0.073	0.209
Si	0.131	-0.269	0.244
Si	-0.073	0.023	-0.071
Si	0.14	0.007	0.374
Si	0.082	-0.006	0.317
Si	0.178	-0.162	0.25
Si	0.105	-0.055	0.03
Si	0.05	0.027	0.087
Si	0.234	0.218	-0.086
Si	-0.296	0.201	0.204
Si	-0.143	0.131	0.035
Si	-0.122	0.112	0.157
Si	-0.08	-0.018	0.101
Si	0.025	0.014	0.093
Si	0.029	-0.093	0.314
Si	0.031	-0.015	0.22
Si	0.089	-0.062	0.138
Si	0.051	-0.01	0.121
Si	-0.012	-0.21	0.152
Si	-0.013	-0.032	0.188
Si	0.066	-0.094	-0.303
Si	0.025	0.147	0.035
Si	0.055	0.088	0.101
Si	0.024	0.025	-0.343
Si	0.039	-0.025	-0.049
Si	-0.048	0.04	0.277
Si	0.096	-0.039	-0.061
Si	-0.02	0.012	0.174
Si	-0.084	-0.064	0.095
Si	0.263	-0.178	0.464
Si	0.028	0.199	0.21
Si	0.056	0.354	-0.095
Si	-0.114	0.029	0.02
Si	-0.002	0.111	-0.016
Si	0.072	0.007	-0.259
Si	0.035	0.04	0.08
Si	-0.242	0.22	-0.531
Si	0.088	0.032	-0.614
Si	-0.046	-0.166	-0.205
Si	0.054	-0.035	-0.019
Si	-0.276	-0.154	0
Si	0.001	0.032	0.194
Si	0.143	0.025	-0.106
Si	-0.032	0.143	0.179
Si	-0.208	0.121	-0.084
Si	0.021	-0.091	0.031
Si	-0.022	-0.052	-0.081
Si	-0.015	-0.01	-0.03
Si	-0.032	-0.144	-0.241
Si	-0.108	0.054	0.015
Si	-0.105	-0.131	0.385
Si	-0.079	0.082	-0.324
Si	-0.044	0.342	-0.194
Si	-0.112	-0.008	-0.143
Si	0.037	-0.015	0.094
Si	-0.086	0.043	0.121
Si	0.044	0.027	0.341
Si	0.001	-0.037	-0.118
Si	0.023	0.004	-0.104
Si	0.119	-0.079	0.312
Si	0.082	0.108	-0.301
Si	-0.164	-0.019	-0.302
Si	-0.171	0.208	0.227
Si	0.05	-0.118	0.114
Si	0.095	0.016	-0.266
Si	0.039	-0.034	-0.097
Si	0.244	-0.03	-0.131
Si	0.011	0.094	-0.321
Si	-0.231	0.049	0.34
Si	0.047	0.081	-0.006
Si	0.137	-0.003	0.137
Si	-0.003	0.096	-0.036
Si	-0.019	0.088	-0.185
Si	0.072	0.077	-0.433
Si	-0.07	0.049	-0.109
Si	0.106	-0.105	-0.023
Si	0.089	-0.144	-0.124
Si	-0.169	-0.16	0.184
Si	-0.133	0.003	0.016
Si	-0.023	0.006	0.007
Si	0.161	-0.143	-0.058
Si	-0.104	0.306	-0.21
Si	0.084	-0.089	0.119
Si	0.076	-0.151	-0.326
Si	0.015	-0.085	-0.197
Si	0.023	0.078	0.085
Si	-0.046	-0.1	-0.062
Si	0.057	0.194	-0.086
Si	-0.126	0.054	-0.605
Si	-0.057	0.147	-0.178
Si	-0.194	0.325	-0.102
Si	0.131	0.013	-0.298
Si	0.073	0.141	0.287
Si	0.096	-0.012	-0.495
Si	0.156	0.098	-0.45
Si	0.191	-0.064	-0.476
Si	-0.103	-0.042	-0.128
Si	-0.082	0.076	-0.262
Si	-0.126	0.065	-0.218
Si	0.002	-0.046	-0.177
Si	-0.193	-0.048	-0.269
Si	0.094	-0.017	-0.292
Si	-0.233	0.055	-0.231
Si	-0.113	0.077	-0.485
Si	-0.029	-0.281	-0.119
Si	0.032	0.045	-0.399
Si	-0.103	-0.067	-0.3
Si	0.093	-0.061	-0.277
Si	-0.291	-0.074	-0.01
Si	0.113	0.11	-0.415
Si	0.12	0.08	0.018
Si	0.017	0.028	-0.05
Si	0.03	0.051	-0.308
Si	-0.18	0.133	-0.189
Si	0.172	0.05	-0.28
Si	0.086	-0.01	-0.118
Si	-0.004	-0.105	-0.232
Si	-0.097	-0.175	-0.44
Si	-0.109	0.106	-0.08
Si	-0.001	-0.127	-0.342
Si	0.082	0.078	-0.12
Si	-0.089	0.065	-0.188
Si	-0.07	-0.037	-0.237
Si	0.097	-0.083	-0.011
Si	-0.027	-0.043	-0.098
Si	-0.034	-0.065	-0.089
Si	0.113	-0.028	-0.306
Si	-0.118	-0.129	-0.373
Si	0.219	-0.172	-0.125
Si	0.068	-0.149	-0.318
Si	0.016	-0.104	-0.169
Si	-0.186	-0.063	-0.386
Si	0.043	0.043	0.13
Si	0.02	0.314	-0.312
Si	0.003	-0.228	0.117
Si	-0.215	0.102	-0.153
Si	0.125	-0.056	-0.229
Si	0.239	-0.009	-0.294
Si	0.163	-0.107	-0.24
Si	-0.077	-0.018	-0.036
Si	0.184	-0.12	-0.382
Si	-0.167	0.134	-0.203
Si	0.016	0.147	-0.271
Si	-0.062	0.131	0.093
Si	-0.084	-0.008	-0.155
Si	0.213	-0.15	-0.256
Si	0.007	0.021	0.247
Si	-0.085	0.003	-0.183
Si	-0.267	-0.143	-0.434
Si	0.112	0.096	-0.221
Si	0.166	0	-0.156
Si	0.046	-0.044	-0.236
Si	-0.024	-0.229	-0.373
Si	-0.048	0.055	0.093
Si	-0.084	-0.098	-0.245
Si	-0.046	-0.322	-0.229
Si	0.155	-0.144	-0.304
Si	0.069	0.021	0.157
Si	0.066	-0.024	-0.066
Si	-0.079	-0.026	0.111
Si	-0.24	-0.082	-0.015
Si	-0.295	-0.082	-0.142
Si	-0.032	-0.052	0.051
Si	-0.011	0.206	-0.007
O	-0.076	-0.112	0.235
O	-0.185	-0.262	0.186
O	-0.089	-0.096	0.179
O	-0.099	-0.484	0.266
O	0.332	-0.287	0.192
O	0.243	-0.124	0.528
O	-0.148	-0.306	0.572
O	0.163	-0.254	0.28
O	-0.031	0.142	0.389
O	0.073	-0.075	0.141
O	-0.082	0.102	0.043
O	0.325	-0.026	0.163
O	0.147	0.003	0.263
O	0.189	0.292	0.255
O	0.272	-0.061	-0.373
O	0.085	0.004	0.372
O	-0.09	-0.06	0.196
O	-0.071	-0.008	0.011
O	0.09	-0.25	0.53
O	-0.069	-0.224	0.239
O	-0.249	0.054	0.286
O	0.359	-0.063	0.078
O	0.047	-0.196	0.197
O	0.033	0.097	0.141
O	0.262	0.441	0.038
O	-0.186	0.034	0.046
O	0.233	0.098	0.115
O	0.197	-0.081	0.311
O	0.048	-0.029	-0.054
O	-0.179	0.034	0.078
O	0.033	-0.258	-0.074
O	-0.281	0.071	0.564
O	0.307	-0.226	0.384
O	0.104	-0.156	0.168
O	0.313	0.232	0.145
O	0.038	0.141	0.041
O	0.041	0.075	-0.215
O	-0.079	-0.059	0.46
O	0.121	0.084	-0.229
O	-0.152	-0.323	-0.101
O	-0.344	-0.443	0.167
O	0.006	-0.261	0.388
O	0.027	0.395	0.348
O	-0.132	-0.127	0.34
O	-0.04	0.174	0.157
O	0.019	-0.13	0.097
O	-0.045	-0.169	0.408
O	-0.014	-0.019	0.284
O	-0.095	-0.115	0.162
O	-0.175	-0.174	0.305
O	0.203	0.342	0.317
O	0.052	0.135	0.189
O	0.242	0.201	-0.084
O	-0.086	-0.089	0.368
O	0.03	-0.253	0.276
O	0.017	-0.189	-0.001
O	0.013	-0.023	-0.139
O	0.166	-0.232	-0.207
O	0.019	-0.27	0.369
O	-0.254	0.471	0.457
O	0.123	0.001	-0.146
O	0.012	0.26	0.137
O	-0.263	-0.054	0.229
O	-0.101	-0.059	0.166
O	0.161	-0.208	0.057
O	0.002	-0.284	0.258
O	-0.056	-0.057	0.368
O	0.346	0.036	0.077
O	0.092	0.222	-0.027
O	-0.233	0.253	-0.077
O	-0.027	-0.11	0.251
O	0.127	-0.061	0.471
O	0.025	0.134	-0.07
O	0.174	-0.001	0.333
O	0.143	-0.094	0.279
O	-0.312	0.307	0.323
O	0.006	-0.062	0.158
O	-0.18	0.126	0.025
O	0.273	-0.161	0.331
O	-0.322	-0.111	0.512
O	-0.329	-0.083	0.137
O	-0.022	0.196	-0.097
O	0.108	0.048	0.578
O	-0.113	0.213	0.06
O	-0.054	0.145	0.28
O	0.289	0.011	-0.035
O	-0.201	0.274	-0.279
O	-0.801	0.435	0.76
O	0.011	0.223	0.552
O	-0.149	-0.195	0.256
O	-0.065	0.035	0.274
O	-0.234	0.437	0.189
O	0.255	-0.104	0.384
O	-0.032	0.209	-0.036
O	-0.155	0.185	0.326
O	-0.058	-0.189	-0.017
O	-0.239	0	-0.081
O	-0.129	0.085	0.276
O	-0.012	-0.22	0.091
O	0.154	-0.085	0.197
O	-0.01	-0.114	-0.177
O	-0.03	0.046	0.499
O	-0.02	-0.028	0.295
O	0.027	-0.073	0.243
O	-0.101	-0.35	0.255
O	-0.163	0.048	0.495
O	0.103	0.372	0.139
O	-0.263	0.246	-0.206
O	-0.251	0.092	0.024
O	0.016	-0.204	0.238
O	-0.04	0.017	0.067
O	-0.158	-0.313	0.385
O	0.033	0.067	0.159
O	-0.227	0.235	0.378
O	0.226	-0.146	0.028
O	0.027	-0.109	0.177
O	-0.036	0.282	0.223
O	-0.006	-0.328	0.328
O	0.1	-0.064	0.202
O	-0.028	0.313	0.102
O	-0.136	-0.096	0.196
O	-0.072	0.192	-0.057
O	-0.041	-0.068	0.019
O	0.082	-0.29	-0.065
O	-0.095	-0.104	0.069
O	0.313	-0.107	0.135
O	0.011	0.074	0.312
O	-0.306	-0.345	-0.014
O	0.115	0.182	0.019
O	-0.249	0.049	0.308
O	0.079	0.133	-0.101
O	-0.253	0.276	0.35
O	0.114	-0.11	-0.11
O	-0.124	0.4	0.036
O	-0.162	0.294	-0.226
O	0.135	-0.119	0.035
O	0.127	-0.03	-0.101
O	0.161	0.117	0.037
O	-0.29	0.214	0.777
O	-0.178	0.211	0.604
O	0.269	-0.279	-0.016
O	-0.529	-0.186	-0.126
O	0.19	-0.27	-0.019
O	0.316	-0.011	-0.002
O	0.09	0.077	-0.455
O	0.437	0.186	-0.025
O	-0.031	0.178	-0.061
O	-0.063	-0.047	-0.02
O	0.202	0.152	-0.039
O	-0.056	-0.13	0.05
O	0.037	0.067	-0.507
O	-0.297	-0.158	0.115
O	-0.203	0.05	-0.138
O	0.151	-0.046	-0.081
O	-0.303	0.191	-0.504
O	-0.087	0.218	-0.022
O	-0.046	-0.311	-0.087
O	0.041	-0.064	-0.311
O	0.242	-0.249	-0.022
O	0.163	0.101	-0.198
O	-0.083	-0.152	-0.055
O	-0.018	-0.064	-0.006
O	0.001	0.124	-0.201
O	-0.164	-0.034	-0.358
O	0.258	0.273	-0.093
O	-0.275	0.079	0.063
O	0.184	0.07	-0.128
O	0.117	0.334	-0.186
O	-0.045	0.185	-0.252
O	-0.357	0.005	-0.377
O	-0.077	0.21	-0.089
O	0.062	-0.116	0.035
O	-0.015	-0.186	0.245
O	0.133	-0.18	-0.41
O	-0.276	-0.12	0.3
O	0.031	0.333	-0.252
O	0.408	0.07	-0.449
O	-0.033	0.191	0.011
O	0.154	-0.38	0.063
O	-0.111	0.26	0.182
O	-0.144	0.05	0.067
O	-0.061	-0.281	-0.275
O	0.303	-0.148	0.001
O	-0.153	0.155	-0.226
O	0.223	0.126	-0.099
O	-0.172	0.035	0.181
O	0.215	-0.025	0.015
O	-0.07	0.072	-0.134
O	0.115	-0.057	-0.393
O	-0.454	-0.301	-0.265
O	-0.178	0.019	0.177
O	-0.044	-0.167	-0.021
O	0.114	0.075	-0.546
O	-0.219	-0.137	-0.174
O	-0.054	-0.069	-0.291
O	-0.205	-0.203	-0.033
O	0.208	0.194	-0.219
O	0.027	-0.105	-0.02
O	-0.077	0.049	-0.068
O	-0.246	0.174	-0.07
O	-0.104	-0.09	-0.188
O	-0.317	-0.141	0.107
O	0.074	0.125	-0.066
O	-0.154	0.229	-0.459
O	-0.101	-0.158	-0.277
O	-0.158	0.134	-0.113
O	0.207	0.003	0.029
O	0.074	0.123	-0.144
O	0.243	-0.231	-0.364
O	0.093	-0.348	-0.209
O	-0.157	0.349	-0.645
O	0.122	-0.072	-0.266
O	-0.337	-0.058	0.115
O	-0.16	-0.377	-0.016
O	0.067	-0.15	-0.045
O	-0.264	-0.315	0.014
O	0.027	0.258	-0.195
O	0.115	0.027	0.105
O	0.063	-0.037	-0.217
O	0.004	-0.016	-0.186
O	0.266	-0.031	0.03
O	-0.411	-0.108	-0.745
O	0.11	-0.018	-0.246
O	-0.084	-0.125	-0.219
O	-0.103	-0.312	-0.071
O	0.116	-0.283	-0.259
O	0.236	-0.064	-0.301
O	0.059	0.223	0.28
O	0.288	0.219	-0.452
O	0.052	0.105	-0.143
O	0.178	0.066	-0.305
O	0.224	-0.309	-0.702
O	-0.073	-0.113	-0.078
O	-0.14	-0.1	-0.088
O	-0.024	-0.297	-0.211
O	-0.287	0.414	-0.207
O	0.044	0.239	-0.234
O	0.111	0.123	-0.13
O	0.111	0.037	-0.282
O	0.154	-0.304	-0.174
O	0.304	-0.077	-0.247
O	0.117	-0.109	-0.135
O	-0.211	0.217	-0.169
O	0.086	-0.031	0.057
O	-0.115	-0.047	-0.557
O	0.033	-0.196	-0.246
O	0.202	0.02	-0.085
O	0.185	-0.175	-0.158
O	0.184	-0.265	-0.499
O	0.167	0.401	-0.229
O	0.203	0.223	-0.307
O	0.178	-0.3	-0.29
O	0.166	-0.301	-0.431
O	0.081	-0.079	0.1
O	-0.366	0.311	-0.885
O	-0.213	0.36	-0.625
O	0.055	-0.17	-0.567
O	-0.04	-0.026	-0.459
O	0.11	0.153	0.001
O	0.075	0.131	0.028
O	0.186	0.214	-0.436
O	-0.243	0.008	-0.178
O	0.248	-0.066	-0.293
O	-0.307	0.051	-0.411
O	-0.229	0.132	-0.073
O	-0.032	0.127	-0.155
O	-0.048	0.069	0.13
O	-0.215	0.248	-0.185
O	-0.185	-0.065	-0.035
O	0.029	-0.162	0.154
O	-0.229	0.006	-0.035
O	-0.196	-0.085	-0.305
O	0.206	0.282	-0.003
O	0.384	-0.032	0.196
O	0.033	0.146	0.039
O	0.176	0.15	-0.341
O	-0.012	-0.131	-0.226
O	-0.032	-0.28	-0.135
O	-0.041	-0.045	-0.203
O	0.083	0.181	0.088
O	-0.399	-0.039	0.204
O	0.034	0.364	-0.354
O	-0.096	0.223	-0.07
O	-0.078	-0.178	0.016
O	-0.061	-0.004	0.16
O	0.02	-0.153	-0.151
O	0.03	-0.111	-0.204
O	0.15	-0.146	-0.244
O	-0.132	-0.263	0.145
O	-0.195	0.03	-0.317
O	-0.113	-0.087	-0.387
O	-0.12	-0.111	0.241
O	0.211	0.089	-0.101
O	0.099	0.102	0.015
O	-0.066	0.122	-0.043
O	0.173	-0.278	0.021
O	0.173	-0.126	0.059
O	0.078	-0.228	0.056
O	-0.107	0.089	0.294
O	-0.035	-0.193	-0.136
O	-0.1	-0.258	-0.109
O	0.079	0.066	0.046
O	-0.037	0.075	0.115
O	0.131	-0.237	-0.17
O	0.057	0.001	0.163
O	-0.244	-0.183	-0.109
O	0.122	-0.226	0.089
O	0.154	0.043	-0.273
O	-0.075	-0.307	-0.096
O	-0.231	-0.008	0.341
O	0.205	0.184	-0.147
O	0.249	-0.14	-0.123
O	0.012	-0.098	-0.077
O	-0.086	0.072	-0.149
O	-0.071	0.236	0.064
O	-0.098	0.188	-0.059
O	-0.226	-0.191	0.166
O	0.035	-0.094	-0.029
O	-0.078	-0.216	-0.311
O	0.062	-0.064	0.152
O	-0.047	-0.011	0.101
O	-0.049	0.163	-0.046
O	0.048	0.195	-0.017
O	0.165	0.056	0.144
O	-0.122	0.044	0.165
O	0.148	-0.13	-0.279
O	-0.077	-0.079	-0.245
O	-0.154	0.009	0.245
O	-0.17	0.303	-0.286
O	-0.182	0.147	-0.074
O	0.072	0.088	-0.191
O	-0.04	0.132	0.102
O	-0.11	0.345	0.256
O	0.046	-0.159	0.212
O	0.098	-0.24	-0.054
O	0.223	-0.183	-0.151
O	0.182	-0.203	0.33
O	-0.122	0.198	-0.286
O	-0.097	-0.009	-0.038
O	-0.115	0.146	0.016
O	0.094	-0.181	-0.034
O	0.023	0.009	-0.288
O	-0.206	0.057	0.366
O	0.178	-0.143	-0.113
O	-0.097	0.008	-0.228
O	0.048	0.324	-0.024
O	0.072	-0.117	0.202
O	-0.2	0.236	-0.191
O	-0.01	0.338	-0.488
O	0.015	0.106	0.253
O	0.034	-0.308	-0.301
O	-0.238	0.057	-0.264
O	-0.438	0.499	-0.226
O	0.045	-0.122	-0.226
O	-0.121	-0.041	-0.099
O	0.053	-0.183	0.248
O	0.177	-0.062	-0.078
O	-0.034	0.116	-0.039
O	-0.189	0.003	-0.406
O	-0.041	-0.215	-0.178
O	0.052	-0.126	-0.213
O	0.267	-0.02	-0.138
O	-0.277	0.218	-0.173
O	-0.142	0.229	-0.081
O	-0.138	-0.195	-0.271
O	-0.044	0.219	-0.232
O	-0.193	-0.198	0.09
O	-0.076	0.022	-0.354
O	0.106	-0.022	-0.053
O	-0.133	0.199	-0.145
O	0.193	0.101	-0.356
O	-0.097	-0.126	0.305
O	-0.071	0.127	-0.255
O	0.12	0.17	0.088
O	-0.138	0.24	-0.272
O	-0.206	0.151	-0.145
O	0.094	0.003	-0.069
O	-0.072	-0.255	-0.105
O	0.243	-0.182	-0.271
O	0.12	0.253	-0.101
O	0.11	-0.188	0.027
O	-0.186	0.155	-0.22
O	-0.194	0.083	-0.282
O	0.068	-0.055	-0.091
O	0.073	-0.143	-0.218
O	-0.062	-0.046	-0.24
O	-0.064	0.037	-0.187
O	-0.103	-0.088	-0.085
O	-0.017	0.147	-0.048
O	0.067	-0.147	0.026
O	0.002	0.04	-0.093
O	0.024	-0.054	0.046
O	0.205	0.149	0.148
O	0.097	-0.066	-0.408
O	0.162	-0.088	0.052
O	0.042	-0.169	-0.033
O	0.055	-0.085	-0.235
O	-0.068	-0.072	0.045
O	-0.266	-0.016	0.181
O	0.148	-0.044	-0.236
O	-0.095	-0.166	-0.317
O	0.022	-0.002	0.103
O	-0.139	-0.324	-0.152
O	0.009	0.205	-0.308
O	-0.022	-0.213	-0.225
O	-0.083	0.001	-0.116
O	-0.065	0.206	-0.064
O	0.03	0.263	-0.192
O	0.093	0.166	0.268
O	0.118	0.134	-0.21
O	0.02	-0.057	-0.28
O	0.282	-0.009	0.108
O	-0.001	-0.251	-0.389
O	0.05	0.072	-0.085
O	-0.078	0.115	0.313
O	0.13	-0.2	-0.186
O	-0.108	-0.021	0.047
O	0.103	0.186	-0.259
O	0.31	-0.01	-0.329
O	0.038	-0.407	-0.186
O	-0.039	-0.322	0.007
O	0.223	0.079	-0.237
O	-0.179	0.095	0.077
O	0.273	-0.044	-0.429
O	0.142	0.195	-0.358
O	-0.144	-0.223	-0.335
O	-0.134	0.218	-0.181
O	0.144	0.024	-0.267
O	0.005	0.056	-0.274
O	-0.104	-0.107	0.087
O	0.033	-0.228	0.013
O	-0.229	0.085	0.07
O	-0.078	0.153	-0.008
O	0.151	-0.036	0.138
O	0.098	-0.113	0.002
O	0.228	0.15	-0.295
O	0.125	0.128	-0.161
O	-0.015	0.169	0.231
O	0.065	0.186	-0.086
O	0.001	-0.002	0.003
O	0.056	0.118	0.102
O	0.039	0.052	0.077
O	0.206	0.017	-0.072
O	0.068	-0.049	-0.013
O	-0.051	-0.141	-0.081
O	0.1	-0.066	-0.128
O	0.053	0.053	0.183
O	0.026	-0.167	0.14
O	-0.026	0.102	0.233
O	-0.01	0.317	0.259
O	-0.145	-0.028	-0.011
O	-0.166	0.12	-0.08
O	-0.032	-0.028	0.153
O	-0.117	0.016	-0.155
O	0.11	0.136	-0.109
O	0.157	-0.16	0.452
O	-0.04	0.238	0.013
O	-0.222	-0.112	-0.139
O	-0.023	0.22	0.321
O	-0.025	-0.074	0.032
O	0.038	-0.252	-0.065
O	-0.271	0.133	-0.093
O	0.343	0.158	-0.066
O	0.122	-0.164	0.088
O	-0.181	-0.168	-0.049
O	0.127	-0.114	-0.015
O	-0.06	-0.058	0.07
O	-0.094	0.35	-0.034
O	-0.017	0.218	-0.118
O	0.357	0.135	0.152
O	-0.202	-0.181	0.034
O	-0.062	0.165	0.129
O	-0.178	0.08	0.088
O	-0.34	0.114	-0.263
O	0.12	0.055	-0.163
O	0.056	-0.042	0.239
O	-0.144	-0.305	-0.094
O	0.137	0.109	0.104
O	-0.011	-0.385	0.014
O	-0.04	0.352	-0.133
O	-0.12	0.171	0.117
O	0.298	-0.241	-0.07
O	-0.071	0.245	0.224
O	-0.019	0.27	0.071
O	-0.141	0.253	-0.274
O	-0.12	0.098	-0.114
O	-0.085	0.108	-0.197
O	-0.231	-0.022	-0.086
O	-0.139	-0.315	-0.053
O	-0.084	-0.123	0.104
O	-0.367	-0.003	0.021
O	0.187	-0.12	-0.025
O	0.241	0.006	0.021
O	-0.236	-0.371	-0.619
O	-0.145	-0.227	-0.075
O	-0.012	0.017	0.015
O	-0.058	0.135	0.13
O	-0.162	0.105	-0.144
O	-0.022	-0.325	0.214
O	0.187	-0.095	0.432
O	-0.065	-0.107	0.339
O	0.014	0.099	0.295
O	0.285	-0.106	0.193
O	0.052	0.174	-0.158
O	-0.118	0.005	0.149
O	-0.066	0.043	0.293
O	0.185	-0.022	-0.071
O	0.063	-0.207	0.168
O	0.003	0.069	0.142
O	-0.1	0.276	0.007
O	0.197	0.328	0.14
O	-0.228	0.127	-0.686
O	-0.19	-0.137	-0.26
O	-0.007	-0.125	0.146
O	-0.194	0.032	0.182
O	0.422	0.162	0.246
O	-0.347	0.12	0.298
O	0.108	0.176	0.055
O	0.002	0.058	-0.081
O	-0.121	0.062	0.186
O	-0.099	0.166	0.331
O	-0.076	0.034	0.037
O	0.055	-0.095	-0.154
O	0.018	0.144	-0.232
O	0.117	-0.038	0.107
O	-0.054	0.312	0.09
O	0.005	-0.146	0.212
O	0.058	-0.16	-0.019
O	0.028	-0.062	0.048
O	0.079	-0.088	0.047
O	-0.151	-0.053	0.037
O	0.077	-0.116	-0.037
O	-0.187	0.048	0.017
O	0.29	0.025	0.032
O	-0.009	-0.054	-0.215
O	-0.041	0.05	-0.03
O	0.404	-0.104	0.1
O	0.152	0.05	0.197
O	0.203	-0.047	0.065
O	-0.029	0.004	0.028
O	-0.15	0.097	-0.184
O	0.024	-0.089	-0.372
O	0.279	0.152	0.163
O	-0.003	0.123	-0.266
O	0.018	-0.198	0.211
O	0.145	-0.282	0.071
O	-0.062	0.039	-0.045
O	-0.073	-0.035	0.162
O	0.046	-0.169	0.344
O	0.011	0.074	0.121
O	-0.084	-0.021	-0.203
O	0.081	0.034	-0.183
O	-0.028	-0.119	-0.007
O	-0.035	-0.124	-0.314
O	-0.175	0.103	0.208
O	-0.193	0.432	0.081
O	0.078	0.144	0.301
O	-0.201	-0.129	0.216
O	-0.154	-0.026	0.116
O	0.036	-0.013	0.019
O	0.064	-0.073	-0.105
O	-0.062	-0.077	0.052
O	0.1	-0.124	0.271
O	0.186	0.178	0.16
O	0.115	-0.088	0.305
O	0.361	-0.045	0.064
O	0.08	0.129	-0.076
O	-0.094	-0.079	0.124
O	-0.064	0.028	0.155
O	0.109	0.417	0.249
O	-0.296	0.096	0.321
O	0.07	-0.177	0.022
O	0.128	0.112	-0.05
O	-0.183	0.14	0.13
O	-0.005	0.279	0.339
O	-0.055	-0.313	-0.172
O	0.174	0.124	-0.069
O	0.168	0.056	0.206
O	0.151	0.075	-0.244
O	-0.034	-0.116	-0.113
O	0.2	0.077	-0.158
O	-0.174	-0.066	0.059
O	0.091	0.11	0.04
O	0.347	0.237	0.281
O	0.027	0.095	0.255
O	0.059	-0.112	0.182
O	-0.147	0.03	0.484
O	-0.125	0.132	0.171
O	-0.202	0.356	-0.13
O	-0.025	-0.018	-0.163
O	-0.179	0.199	-0.131
O	-0.119	-0.094	-0.012
O	0.226	0.221	0.057
O	-0.108	-0.039	0.09
O	0.19	-0.13	0.173
O	0.106	0.07	0.177
O	-0.133	0.356	0.2
O	-0.038	0.107	0.292
O	0.075	0.176	0.106
O	-0.13	0.092	0.147
O	-0.016	0.068	-0.152
O	0.275	0.174	-0.232
O	-0.035	0.05	0.083
O	-0.113	-0.085	0.2
O	-0.093	-0.228	-0.122
O	0.134	0.047	0.181
O	0.263	0.268	0.117
O	-0.126	-0.022	0.047
O	0.238	0.053	0.087
O	-0.133	-0.208	0.246
O	-0.245	0.005	0.22
O	-0.012	0.053	0.027
O	-0.009	-0.133	-0.181
O	-0.08	-0.14	-0.004
O	-0.276	-0.153	0.133
O	0.15	0	0.034
O	-0.164	-0.113	0.345
O	-0.075	0.142	0.254
O	0.2	0.183	-0.066
O	-0.053	-0.177	0.092
O	0.181	-0.198	0.152
O	-0.205	0.078	0.166
O	-0.186	-0.21	0.186
O	-0.079	0.297	-0.055
O	-0.198	-0.085	0.348
O	-0.249	-0.296	-0.094
O	-0.031	0.194	-0.079
O	0.029	0.173	0.24
O	-0.109	-0.262	0.097
O	0.072	-0.153	-0.188
O	-0.176	-0.104	-0.227
O	0.116	0.173	0.325
O	0.094	-0.185	-0.002
O	0.197	0.073	0.362
O	-0.187	0.181	-0.115
O	0.086	-0.204	-0.068
O	0.173	0.295	0.216
O	0.071	0.177	0.292
O	-0.113	0.065	-0.018
O	-0.028	-0.342	0.249
O	0.06	-0.096	0.287
O	0.34	0.16	-0.248
O	-0.218	0.264	0.303
O	-0.2	0.169	-0.221
O	0.07	0.306	-0.134
O	-0.133	-0.054	0.123
O	-0.24	0.198	0.049
O	0.019	0.201	0.135
O	0.048	-0.117	-0.013
O	0.065	-0.226	0.355
O	-0.108	0.277	0.075
O	0.188	-0.076	0.027
O	0.03	-0.013	0.191
O	0.16	-0.036	0.074
O	-0.019	-0.365	-0.295
O	0.094	-0.19	0.253
O	0.148	0.074	0.292
O	0.095	0.091	0.246
O	-0.04	-0.017	-0.14
O	-0.107	-0.078	0.458
O	-0.267	0.077	-0.211
O	-0.195	-0.106	-0.149
O	-0.124	-0.222	0.4
O	0.054	-0.172	0.056
Si	-0.005	0.059	-0.081
Si	0.007	-0.047	-0.008
Si	-0.037	0.006	0.059
Si	0.017	0.079	-0.004
Si	0.023	0.016	0.034
Si	0.007	-0.001	-0.056
Si	0.016	0.027	-0.009
Si	0.023	0.016	-0.074
Si	-0.049	0.029	-0.033
Si	0.02	-0.025	-0.084
Si	0.033	0.038	-0.054
Si	-0.002	-0.044	-0.003
Si	-0.021	-0.053	-0.001
Si	0.004	0.043	0.03
Si	-0.021	0.036	-0.003
Si	-0.039	-0.07	-0.098
Si	-0.042	-0.02	-0.104
Si	-0.012	-0.033	-0.017
Si	0.056	0.031	-0.007
Si	0.033	-0.082	0.076
Si	-0.008	0.097	-0.004
Si	-0.064	0.014	-0.04
Si	0.045	0.031	-0.005
Si	-0.03	-0.025	-0.077
Si	-0.005	-0.008	-0.012
Si	-0.009	0.018	-0.051
Si	0.027	-0.094	-0.044
Si	-0.004	-0.069	-0.031
Si	-0.069	0.008	-0.053
Si	-0.004	-0.007	-0.041
Si	0.028	0.013	-0.07
Si	-0.004	-0.038	-0.045
Si	-0.005	-0.009	-0.04
Si	-0.062	-0.007	0
Si	-0.009	-0.042	-0.009
Si	0.096	0.044	-0.011
Si	0.031	-0.057	-0.01
Si	0.035	-0.02	-0.08
Si	-0.004	0.077	-0.092
Si	-0.038	-0.027	-0.01
Si	0.018	0.031	-0.04
Si	-0.133	-0.109	0.065
Si	0.084	0.135	-0.011
Si	0.061	0.004	0.003
Si	0.05	0.007	-0.043
Si	0.07	0	-0.075
Si	-0.074	0.026	-0.063
Si	-0.05	-0.001	0.001
Si	0.032	-0.016	0.001
Si	-0.057	0.006	-0.048
Si	0.026	0.064	-0.062
Si	-0.032	-0.012	0.076
Si	0.005	0.026	-0.017
Si	0.036	0.032	0.029
Si	0.055	0.055	-0.021
Si	-0.048	-0.006	0.026
Si	-0.014	-0.026	-0.004
Si	0.038	0.012	-0.019
Si	0.016	-0.016	-0.02
Si	-0.009	-0.005	-0.051
Si	-0.044	-0.029	-0.086
Si	-0.044	-0.016	-0.01
Si	0.053	-0.016	-0.023
Si	0.039	0.023	-0.039
Si	0.005	0.088	0.026
Si	-0.038	0.053	-0.01
Si	-0.006	-0.038	0.026
Si	-0.025	0.008	-0.002
Si	0.019	-0.048	-0.054
Si	0.03	-0.023	-0.032
Si	0.005	0.017	-0.015
Si	-0.007	0.008	0.034
Si	0.004	-0.006	-0.019
Si	-0.008	0.04	0.001
Si	-0.052	-0.003	-0.047
Si	0.058	-0.098	-0.006
Si	-0.024	-0.057	0.02
Si	-0.008	-0.032	0.019
Si	0.008	-0.063	-0.024
Si	-0.003	-0.022	-0.029
Si	-0.004	-0.018	0.034
Si	-0.02	0.064	0.039
Si	-0.01	0.022	-0.016
Si	-0.028	0.036	-0.028
Si	0.019	-0.013	-0.009
Si	-0.061	0.022	0.039
Si	0.015	-0.014	0.005
Si	0.009	0.056	-0.009
Si	0.033	0.027	0.006
Si	-0.081	0.027	-0.029
Si	-0.066	0.045	0.002
Si	0.033	-0.071	-0.034
Si	0.025	-0.074	-0.015
Si	0.028	0.011	0.023
Si	0.002	-0.008	0.013
Si	0.024	-0.012	-0.016
Si	0.005	-0.012	-0.026
Si	0.027	-0.01	-0.023
Si	-0.018	0.077	0.008
Si	0.052	-0.024	-0.009
Si	0.031	-0.008	0.014
Si	0.009	-0.011	-0.021
Si	-0.03	0.031	-0.001
Si	0.033	0.015	0.002
Si	0.027	0.017	-0.013
Si	0.023	0.029	-0.037
Si	-0.005	-0.009	-0.031
Si	-0.034	-0.022	0.019
Si	-0.006	-0.025	0.003
Si	-0.025	0.014	-0.023
Si	0.011	0.014	0.049
Si	0.017	-0.018	-0.021
Si	0.083	0.013	0.022
Si	0.027	0.025	-0.009
Si	0.021	-0.075	-0.003
Si	-0.047	0.01	-0.002
Si	-0.041	-0.028	-0.013
Si	0.003	0.017	-0.003
Si	0.073	-0.01	0.02
Si	0.045	-0.015	-0.008
Si	0.031	-0.024	0.032
Si	0.051	-0.036	0.02
Si	0.044	0.02	0.009
Si	0	-0.016	0.004
Si	-0.006	-0.017	-0.028
Si	-0.071	0.006	-0.037
Si	0.03	-0.016	0.002
Si	-0.012	0.011	0.002
Si	0.004	-0.011	-0.038
Si	-0.022	-0.012	0.002
Si	-0.017	0.029	0.017
Si	0.021	0.016	0.016
Si	0.026	0.028	0.016
Si	0.025	-0.017	-0.001
Si	-0.019	0.039	-0.048
Si	0.048	-0.028	0.007
Si	0.028	-0.046	-0.006
Si	0.01	-0.027	0.007
Si	-0.077	0.065	0.001
Si	0.025	-0.13	0
Si	-0.008	0.023	0.01
Si	-0.044	0.012	-0.008
Si	-0.011	0.027	-0.05
Si	-0.008	-0.036	-0.022
Si	-0.077	-0.017	0.014
Si	-0.01	0.014	0.004
Si	-0.007	0.036	0.015
Si	-0.004	0.011	0.012
Si	-0.004	0.003	0.016
Si	-0.027	0.029	-0.002
Si	-0.006	0.005	0.002
Si	-0.003	0.033	0.013
Si	-0.012	-0.003	-0.009
Si	-0.009	0.016	-0.002
Si	0.015	0.003	-0.006
Si	-0.004	-0.027	0.012
Si	0.014	0.012	-0.011
Si	-0.036	-0.056	-0.003
Si	-0.027	0.021	-0.009
Si	0.037	0.018	-0.015
Si	0.017	0.053	-0.011
Si	-0.049	-0.021	-0.01
Si	-0.023	-0.02	0.022
Si	0.043	0.027	-0.001
Si	-0.009	0.015	-0.002
Si	-0.023	0.011	0.006
Si	0.035	0.049	0.011
Si	-0.052	0	-0.011
Si	0.001	0.008	0
Si	-0.013	0.01	0
Si	-0.014	0.016	0.019
Si	0.016	0.009	-0.019
Si	-0.007	0	-0.001
Si	-0.002	-0.001	0.007
Si	-0.002	-0.007	0.009
Si	0.009	-0.006	-0.001
Si	-0.008	-0.013	0.001
Si	-0.004	-0.009	0.025
Si	0.013	0.01	-0.006
Si	-0.004	-0.012	0.004
Si	-0.016	-0.031	-0.025
Si	0.04	0.023	-0.011
Si	0.002	-0.036	-0.026
Si	0	0.021	-0.023
Si	0.015	-0.025	-0.003
Si	-0.044	0.017	-0.002
Si	0.031	0.027	0.013
Si	0.03	0.032	0.012
Si	0.023	0.022	-0.005
Si	0.03	-0.009	0.005
Si	-0.062	-0.012	-0.011
Si	0.015	0.037	0.001
Si	0.017	0.016	-0.002
Si	-0.057	-0.013	0.002
Si	-0.008	-0.009	0.008
Si	0.005	0.038	0.007
Si	0.047	0.021	0.014
Si	-0.037	-0.032	0.018
Si	-0.01	-0.01	0.023
Si	0.029	0.023	0.038
Si	0.017	0.012	0.014
Si	0.006	-0.004	0.007
Si	-0.002	-0.026	-0.005
Si	0.03	0.024	0
Si	0.003	-0.016	-0.024
Si	-0.021	-0.053	-0.011
Si	-0.01	0.002	-0.003
Si	-0.004	-0.008	-0.009
Si	-0.037	-0.017	-0.009
Si	-0.015	0.038	-0.007
Si	0.037	-0.026	0.005
Si	-0.026	-0.033	-0.016
Si	-0.005	-0.025	0.001
Si	-0.012	0.01	-0.012
Si	-0.025	-0.01	0.015
Si	0.035	0.022	0.018
Si	0.005	0	-0.004
Si	0.005	-0.003	-0.017
Si	-0.02	-0.021	-0.006
Si	-0.007	0.009	-0.001
Si	-0.028	-0.013	-0.008
Si	0.011	-0.036	-0.011
Si	-0.004	-0.01	-0.001
Si	-0.007	-0.015	-0.002
Si	-0.002	0.025	0.01
Si	0.007	-0.001	-0.003
Si	0.008	0.008	0.011
Si	-0.016	0.009	0.003
Si	-0.013	0.003	0.011
Si	0.006	0.013	0.006
Si	0.021	0.006	0.007
Si	-0.024	0.016	0.017
Si	-0.009	-0.013	0.007
Si	-0.004	0.037	0.008
Si	0.019	-0.045	0.008
Si	-0.008	-0.018	-0.001
Si	0.001	0.001	0
Si	-0.008	-0.024	0
Si	-0.009	-0.015	-0.004
Si	0.027	0.005	-0.005
Si	0.006	-0.003	-0.016
Si	0.033	-0.015	0
Si	0.022	-0.032	0.003
Si	0.023	0.017	-0.003
Si	0.013	-0.023	-0.009
Si	0.009	-0.021	-0.003
Si	0.016	0.001	-0.008
Si	0.017	0.007	-0.002
Si	0.001	0.02	0
Si	-0.001	0	-0.01
Si	-0.011	0.002	-0.001
Si	0.019	0.014	0.004
Si	0.01	-0.002	0.005
Si	-0.018	0	0
Si	0.026	0.012	0.013
Si	0.009	-0.001	0.016
Si	-0.005	0.006	0.007
Si	0.021	-0.005	0.017
Si	-0.005	-0.03	-0.009
Si	-0.017	-0.021	0.017
Si	0.002	-0.012	0.002
Si	-0.009	0.007	0.002
Si	0.034	0.008	-0.002
Si	0.012	0.007	0
Si	0.003	0.002	0.002
Si	0.043	-0.006	0.003
Si	0.029	-0.004	0.004
Si	0.002	-0.018	-0.002
Si	-0.009	-0.015	0.001
Si	0.008	-0.014	0.001
Si	0.007	-0.002	-0.001
Si	-0.029	-0.02	0.005
Si	-0.002	0.005	0.001
Si	-0.007	0.014	0.01
Si	0.005	0.019	0.015
Si	-0.011	0.005	-0.001
Si	0.006	0.01	-0.006
Si	0.011	0.002	0.007
Si	0.022	-0.003	0.009
Si	0.023	0.002	0.003
Si	0.007	0.009	0.015
Si	-0.007	-0.003	0.009
Si	-0.033	-0.011	0.011
Si	-0.005	0.023	0.017
Si	-0.004	0.004	-0.011
Si	0.003	-0.023	-0.005
Si	0.044	-0.01	0.004
Si	-0.032	-0.001	-0.008
Si	-0.025	0.009	0.011
Si	-0.011	0.014	0.004
Si	-0.026	0.002	0.008
Si	-0.014	0	0.009
Si	-0.008	0.007	0.013
Si	-0.016	-0.002	0.004
Si	0.003	0.009	0.011
Si	-0.009	-0.003	0.004
Si	-0.007	0.002	0
Si	-0.009	0.002	0.003
Si	-0.005	-0.005	0.002
Si	-0.004	0.004	-0.007
Si	-0.001	-0.016	-0.009
Si	0.003	-0.011	-0.016
Si	-0.006	-0.016	-0.01
Si	-0.006	-0.011	-0.004
Si	0.001	0.014	-0.007
Si	-0.002	0.001	0.005
Si	-0.001	-0.004	-0.005
Si	0.003	0.016	0.009
Si	-0.007	-0.002	-0.001
Si	-0.005	0.005	-0.002
Si	0.004	0.014	0.002
Si	-0.018	0.012	0.003
Si	-0.021	0	0.001
Si	-0.006	0.013	0
Si	-0.005	0.019	0.003
Si	-0.003	0.015	0.014
Si	-0.002	0.014	0.003
Si	0.01	0.007	0.004
Si	-0.006	0.013	0.003
Si	-0.001	-0.008	0.007
Si	-0.005	0.006	0.009
Si	0.012	0.01	0.003
Si	-0.001	-0.003	-0.002
Si	-0.005	-0.018	-0.009
Si	-0.005	-0.013	-0.015
Si	0	-0.007	-0.01
Si	0	0.006	-0.016
Si	-0.028	-0.017	-0.009
Si	0.012	0.002	-0.01
Si	0.01	0	0
Si	0.009	-0.005	0.007
Si	0.019	0.003	0.008
Si	0.01	0.009	0.001
Si	0.002	0.002	-0.001
Si	-0.001	0.019	-0.004
Si	-0.003	0.006	-0.002
Si	-0.022	0.011	0
Si	-0.025	-0.004	0.006
Si	0	0.007	0.008
Si	-0.008	0.014	0.015
Si	-0.006	-0.002	0.009
Si	-0.011	0	0.01
Si	0.015	0.003	0.01
Si	0.019	0.013	0.013
Si	0.007	0.004	0.007
Si	0.005	0	0.002
Si	0.002	0.01	0
Si	0.003	0.006	0.001
Si	0.007	-0.015	-0.007
Si	0.002	-0.013	-0.015
Si	-0.008	0.009	-0.014
Si	-0.018	0.008	-0.012
Si	-0.021	0.003	-0.003
Si	-0.006	-0.007	-0.002
Si	0.01	0.007	0.009
Si	-0.014	-0.029	0.003
Si	0.025	0.013	0.005
Si	0.001	0.014	0.005
Si	-0.006	0.013	0
Si	-0.01	0.012	0.01
Si	-0.002	-0.006	-0.005
Si	0.011	-0.006	-0.007
Si	-0.003	0.002	-0.001
Si	-0.004	-0.011	-0.007
Si	-0.01	-0.014	-0.007
Si	0.007	-0.023	-0.011
Si	-0.007	-0.011	-0.001
Si	-0.002	-0.003	0
Si	-0.001	0.008	0.001
Si	-0.005	0.009	0
Si	0.004	0	0
Si	-0.002	0.001	0.004
Si	-0.006	0.003	0.004
Si	-0.005	0	0.005
Si	0.008	0.018	0.01
Si	-0.006	0.012	0.005
Si	0.001	0.01	0.01
Si	0.009	0.002	0.005
Si	0.002	-0.009	0.004
Si	0.004	-0.019	0.003
Si	0	-0.009	-0.001
Si	-0.001	-0.004	-0.004
